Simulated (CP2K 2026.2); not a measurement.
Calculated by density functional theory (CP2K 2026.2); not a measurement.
Periodic cell of 1182 atoms, Si850O332, from a study of silicon, its oxide and their interface. The atomic structure is a simulated model.
Doubt: the forces sum to 2.32 eV/angstrom along one axis rather than to zero, so they err by at least 0.0020 eV/angstrom per atom on average; the grid cutoff is modest.

Settings
functional: PBE
method: Gaussian and plane waves
basis set: DZVP-MOLOPT-SR-GTH
pseudopotentials: GTH-PBE
grid cutoff: 400 Ry, relative cutoff 50 Ry
k points: Gamma only
occupations: fixed
spin: none
net charge: 0

Cell vectors (angstrom)
a  16.4025  0  0
b  0  32.805  0
c  0  0  40.0632

Atoms: element, x, y, z (angstrom)
Si  1.122  -0.1771  -0.2266
Si  2.3649  3.3195  0.294
Si  0.496  4.7231  -0.2772
Si  3.3689  7.86  0.1179
Si  -0.5211  11.6134  -0.1024
Si  2.6457  13.9942  -0.2507
Si  0.2536  16.1268  -0.1849
Si  3.0633  19.0128  0.0342
Si  -0.1844  21.5953  -0.1484
Si  3.2129  24.0697  0.0136
Si  -0.4397  27.8359  -0.1349
Si  2.4737  30.6804  -0.0156
Si  5.4231  0.0337  0.0217
Si  7.7073  3.5447  -0.1101
Si  5.4873  5.6493  0.3888
Si  8.0126  8.6092  0.0529
Si  5.9424  10.8449  0.0172
Si  8.7204  13.7192  0.0324
Si  5.2519  16.6822  0.1381
Si  7.5813  19.7188  -0.1854
Si  5.3536  21.8737  0.3304
Si  8.2987  24.0932  -0.0044
Si  5.7071  27.6476  -0.557
Si  7.7327  30.693  -0.1168
Si  10.565  0.1559  -0.0776
Si  13.1551  3.1918  0.1231
Si  10.9397  5.4481  -0.0354
Si  13.4549  8.458  0.0977
Si  11.1674  10.6446  -0.2126
Si  13.5455  13.8469  0.3028
Si  11.2107  16.0578  0.19
Si  12.9798  19.866  0.0364
Si  11.3523  21.6524  -0.0496
Si  13.1927  25.1525  -0.0642
Si  10.6957  27.009  -0.1693
Si  13.7179  30.0786  -0.2624
Si  1.4767  1.4928  1.4638
Si  4.043  4.2892  1.6008
Si  1.5865  6.9757  1.3804
Si  4.299  9.6912  1.2981
Si  1.3656  12.4532  1.1224
Si  4.1358  15.0082  1.3393
Si  1.2882  17.8153  1.1756
Si  4.0065  20.492  1.5951
Si  1.3238  23.0816  1.1141
Si  4.1462  25.7656  1.3043
Si  1.3383  28.9073  1.102
Si  4.0552  31.5685  1.4556
Si  6.7223  1.6738  1.184
Si  9.4046  4.3305  1.3879
Si  6.9125  7.0642  1.5255
Si  9.6169  9.6976  1.3795
Si  7.1818  12.3087  1.3548
Si  9.7122  15.056  1.6413
Si  6.8519  17.9316  1.3072
Si  9.505  20.6248  1.1275
Si  6.7728  23.2326  1.5554
Si  9.5183  25.7328  1.3819
Si  6.7678  28.8945  1.1323
Si  9.353  31.589  1.3441
Si  12.0494  1.4949  1.3009
Si  15.0495  4.086  1.2016
Si  12.2393  6.914  1.3595
Si  15.0612  9.7467  1.2581
Si  12.1895  12.312  1.3773
Si  15.0928  15.1618  1.4016
Si  12.2605  17.9157  1.2574
Si  14.8632  20.4916  1.3732
Si  12.286  23.3301  1.2965
Si  14.8973  26.1933  1.2395
Si  11.9965  28.8127  0.9751
Si  14.9803  31.5776  1.0512
Si  -0.1204  2.7088  2.7075
Si  2.7829  0.1559  2.8481
Si  0.0894  8.3509  2.5894
Si  2.663  5.5812  2.9189
Si  0.0539  13.736  2.6865
Si  2.7378  11.0158  2.5373
Si  -0.1051  19.1086  2.6433
Si  2.6832  16.4312  2.6504
Si  -0.0348  24.6563  2.4631
Si  2.5697  21.8776  2.7611
Si  -0.0339  30.2452  2.5477
Si  2.7269  27.3736  2.4247
Si  5.4328  2.8412  2.7873
Si  8.0663  0.2316  2.648
Si  5.5028  8.3636  2.8365
Si  8.2142  5.6703  2.8542
Si  5.596  13.6386  2.6313
Si  8.3519  11.0025  2.8631
Si  5.4732  19.1442  2.8114
Si  8.2189  16.5138  2.709
Si  5.4337  24.614  2.8581
Si  8.2387  21.8633  2.7423
Si  5.4233  30.1084  2.6693
Si  8.1207  27.3489  2.5282
Si  10.7655  2.8553  2.707
Si  13.5967  0.1083  2.5028
Si  10.9193  8.273  2.7493
Si  13.7356  5.5583  2.6161
Si  10.9739  13.6233  2.9054
Si  13.6558  10.9888  2.7157
Si  10.8078  19.1783  2.6354
Si  13.6913  16.5783  2.679
Si  10.9339  24.574  2.7813
Si  13.6712  22.0011  2.6995
Si  10.7756  30.1247  2.5325
Si  13.4778  27.5257  2.5509
Si  1.2618  4.107  4.1115
Si  4.1356  1.4691  4.2044
Si  1.4079  9.6843  4.0124
Si  4.1105  6.9513  4.1735
Si  1.3827  15.0799  4.1018
Si  4.13  12.3334  3.979
Si  1.2478  20.4599  4.0727
Si  4.064  17.7527  4.1066
Si  1.3396  26.0312  3.8545
Si  4.0227  23.2204  4.1102
Si  1.3329  31.5286  4.0428
Si  4.0317  28.7015  3.9589
Si  6.8174  4.2239  4.1236
Si  9.4649  1.4722  4.0989
Si  6.909  9.6729  4.1869
Si  9.6134  6.956  4.2065
Si  6.8357  15.0949  4.0439
Si  9.6223  12.333  4.291
Si  6.85  20.5246  4.1412
Si  9.5546  17.8309  4.1155
Si  6.8238  26.0585  4.0694
Si  9.5684  23.2274  4.14
Si  6.7755  31.5401  4.0125
Si  9.4846  28.716  3.9371
Si  12.2968  4.1901  4.0015
Si  14.9144  1.3693  4.0441
Si  12.3207  9.6068  4.1179
Si  15.0824  6.9538  3.9938
Si  12.3779  15.1112  4.0814
Si  15.0529  12.3696  4.0654
Si  12.246  20.5652  3.9969
Si  15.038  17.8128  4.1305
Si  12.2693  26.0669  4.0224
Si  15.0598  23.3579  4.0061
Si  12.2378  31.483  3.8815
Si  14.9583  28.8391  3.9156
Si  0.01  -0.0168  16.3807
Si  2.7468  2.6984  16.3969
Si  0.0274  5.4179  16.4172
Si  2.7501  8.1344  16.4051
Si  0.0263  10.876  16.395
Si  2.7331  13.6187  16.3678
Si  -0.0039  16.3632  16.3497
Si  2.7119  19.1207  16.3377
Si  -0.0118  21.8667  16.3389
Si  2.7108  24.6036  16.34
Si  -0.0052  27.3389  16.3437
Si  2.7266  30.061  16.3496
Si  5.4656  -0.0241  16.3815
Si  8.2033  2.6905  16.3929
Si  5.4746  5.4094  16.4008
Si  8.2113  8.1331  16.3924
Si  5.4747  10.8615  16.3903
Si  8.2106  13.6134  16.3739
Si  5.4502  16.3658  16.3536
Si  8.1882  19.1249  16.3249
Si  5.4484  21.8662  16.3239
Si  8.1885  24.5984  16.3118
Si  5.4454  27.3287  16.3339
Si  8.1944  30.0612  16.3635
Si  10.9451  -0.0203  16.3884
Si  13.6895  2.7038  16.4052
Si  10.9546  5.4128  16.4
Si  13.7016  8.1431  16.4004
Si  10.9557  10.8695  16.3852
Si  13.6863  13.6104  16.3667
Si  10.9432  16.3654  16.3542
Si  13.6695  19.1214  16.3362
Si  10.9296  21.8599  16.3154
Si  13.6633  24.5993  16.3294
Si  10.9373  27.3318  16.3335
Si  13.6799  30.0629  16.3718
Si  1.3821  1.3306  17.7638
Si  4.1184  4.0422  17.7856
Si  1.4136  6.7589  17.7982
Si  4.1232  9.4828  17.7761
Si  1.4068  12.2307  17.7558
Si  4.0924  14.9832  17.7264
Si  1.3544  17.7382  17.7034
Si  4.081  20.4929  17.6848
Si  1.3451  23.2344  17.711
Si  4.0755  25.9687  17.7071
Si  1.3643  28.6957  17.7183
Si  4.0888  31.409  17.7355
Si  6.8392  1.322  17.7688
Si  9.5836  4.0399  17.7642
Si  6.8534  6.7569  17.7692
Si  9.593  9.4867  17.748
Si  6.8577  12.2195  17.7383
Si  9.5951  14.974  17.7227
Si  6.8196  17.7526  17.6836
Si  9.57  20.4835  17.6753
Si  6.8208  23.2332  17.6759
Si  9.5718  25.9439  17.6714
Si  6.8177  28.6773  17.7059
Si  9.5746  31.4093  17.7455
Si  12.323  1.3329  17.7684
Si  15.0702  4.0476  17.7928
Si  12.3499  6.7564  17.7651
Si  15.0915  9.4845  17.7711
Si  12.3553  12.2117  17.7381
Si  15.0619  14.968  17.7208
Si  12.3256  17.7305  17.7016
Si  15.0349  20.4845  17.7024
Si  12.3061  23.2094  17.681
Si  15.0369  25.9559  17.6971
Si  12.3098  28.6778  17.7155
Si  15.0598  31.413  17.7516
Si  0.05  2.6913  19.1666
Si  2.7274  -0.0529  19.1308
Si  0.0539  8.1227  19.167
Si  2.7768  5.3951  19.1916
Si  0.0245  13.5956  19.0967
Si  2.7583  10.8473  19.1439
Si  -0.0263  19.0885  19.0667
Si  2.7136  16.3656  19.0709
Si  -0.022  24.5966  19.0897
Si  2.7138  21.8502  19.0525
Si  0.0323  30.0501  19.1236
Si  2.7027  27.3172  19.0922
Si  5.4673  2.6606  19.1599
Si  8.2166  -0.0394  19.1368
Si  5.4807  8.0988  19.1496
Si  8.2055  5.3769  19.1416
Si  5.4491  13.5711  19.0644
Si  8.2131  10.8334  19.1153
Si  5.4319  19.1092  19.0395
Si  8.1958  16.3721  19.0174
Si  5.4498  24.5902  19.0468
Si  8.1895  21.8501  19.0184
Si  5.4405  30.0188  19.0872
Si  8.199  27.2912  19.0325
Si  10.9577  2.6934  19.1462
Si  13.7008  -0.034  19.1289
Si  10.9627  8.1082  19.106
Si  13.7176  5.4156  19.1749
Si  10.9753  13.5765  19.0716
Si  13.7193  10.8408  19.1254
Si  10.9496  19.1161  19.0316
Si  13.6862  16.3368  19.0634
Si  10.9299  24.5647  19.0308
Si  13.6741  21.8567  19.0643
Si  10.9424  30.0223  19.0961
Si  13.6823  27.3068  19.0733
Si  1.4183  4.0341  20.5814
Si  4.0908  1.2823  20.5172
Si  1.431  9.4699  20.5485
Si  4.1685  6.7276  20.5804
Si  1.3615  14.9941  20.4515
Si  4.146  12.1905  20.5021
Si  1.3494  20.4627  20.4004
Si  4.0637  17.7534  20.4266
Si  1.3293  25.9661  20.4748
Si  4.0705  23.2316  20.4076
Si  1.3931  31.3905  20.5431
Si  4.0697  28.6648  20.4712
Si  6.8506  4.0061  20.538
Si  9.5945  1.3257  20.5253
Si  6.8465  9.4572  20.5129
Si  9.5914  6.7471  20.4724
Si  6.8059  14.9991  20.3402
Si  9.6324  12.1863  20.4364
Si  6.7997  20.4975  20.364
Si  9.579  17.7295  20.3646
Si  6.8424  25.9336  20.4003
Si  9.5644  23.1954  20.3869
Si  6.8362  31.3497  20.4451
Si  9.5697  28.6145  20.419
Si  12.3182  4.0634  20.534
Si  15.0862  1.3104  20.5162
Si  12.3727  9.4207  20.4725
Si  15.1272  6.7463  20.5634
Si  12.3499  14.9385  20.4256
Si  15.1181  12.19  20.4854
Si  12.3154  20.4697  20.4145
Si  15.0337  17.6963  20.4473
Si  12.3173  25.8986  20.3932
Si  15.0081  23.2332  20.4612
Si  12.3377  31.3664  20.4606
Si  15.0677  28.6525  20.4481
Si  -0.0054  -0.0828  21.9313
Si  2.7479  2.6162  21.9564
Si  0.1233  5.4416  21.9901
Si  2.8483  8.143  21.954
Si  0.048  10.806  21.9298
Si  2.7414  13.5994  21.7718
Si  0.0152  16.3666  21.8566
Si  2.6624  19.1029  21.8136
Si  -0.0142  21.8196  21.76
Si  2.7165  24.5931  21.796
Si  -0.0373  27.305  21.8933
Si  2.759  30.0095  21.9323
Si  5.463  -0.1267  21.8255
Si  8.219  2.6766  21.9345
Si  5.5191  5.3374  21.9919
Si  8.1866  8.0317  21.8511
Si  5.5149  10.82  21.9128
Si  8.2149  13.6476  21.6281
Si  5.4267  16.3219  21.7242
Si  8.2127  19.145  21.663
Si  5.4223  21.8434  21.7461
Si  8.171  24.5226  21.7521
Si  5.4784  27.2859  21.769
Si  8.1791  29.9349  21.7895
Si  10.997  -0.079  21.8346
Si  13.7559  2.7234  21.8597
Si  10.9404  5.4434  21.8975
Si  13.7188  8.0691  21.9188
Si  10.9729  10.7459  21.8094
Si  13.7738  13.6006  21.8037
Si  10.9115  16.3023  21.7155
Si  13.6152  19.0316  21.7827
Si  10.9838  21.8889  21.7577
Si  13.6333  24.5891  21.8612
Si  10.9427  27.2241  21.7509
Si  13.7097  29.9899  21.8136
Si  1.3653  1.2584  23.3443
Si  4.1908  3.885  23.3871
Si  1.604  6.7643  23.4103
Si  4.2136  9.4119  23.4261
Si  1.4839  12.2112  23.2103
Si  4.0508  14.9758  23.1667
Si  1.3433  17.7484  23.2752
Si  4.0053  20.5385  23.1126
Si  1.3028  23.2274  23.1414
Si  4.1648  25.9161  23.1402
Si  1.323  28.6666  23.3022
Si  4.2342  31.3042  23.3199
Si  6.8341  1.1814  23.1845
Si  9.5219  4.168  23.3007
Si  6.9069  6.7115  23.3903
Si  9.5617  9.3543  23.2048
Si  6.9804  12.3007  23.0464
Si  9.5397  14.9348  23.0599
Si  6.8556  17.7313  22.966
Si  9.6005  20.4984  23.0306
Si  6.8061  23.1548  23.1407
Si  9.5955  25.8251  23.1109
Si  6.8021  28.5909  23.224
Si  9.5686  31.2923  23.1424
Si  12.4335  1.2924  23.1986
Si  15.0809  4.1003  23.3313
Si  12.3342  6.7349  23.314
Si  15.0958  9.3874  23.3561
Si  12.4677  12.1008  23.0616
Si  15.1025  14.9664  23.2527
Si  12.2087  17.6384  23.1506
Si  15.0567  20.378  23.0846
Si  12.2981  23.2064  23.2478
Si  14.9093  26.0078  23.2707
Si  12.3286  28.5689  23.0917
Si  15.0265  31.3078  23.2781
Si  0.0746  2.7786  24.7102
Si  2.7959  -0.1563  24.6074
Si  0.1674  8.0832  24.755
Si  2.9712  5.3186  24.8715
Si  0.146  13.5605  24.5754
Si  2.7805  10.8319  24.6701
Si  -0.0102  19.1463  24.6345
Si  2.7295  16.3764  24.6217
Si  -0.1173  24.6046  24.5339
Si  2.6668  21.896  24.5882
Si  -0.053  30.0303  24.8149
Si  2.8429  27.2966  24.482
Si  5.6446  2.4576  24.7237
Si  8.0635  -0.3287  24.48
Si  5.4865  7.8865  24.8824
Si  8.1195  5.3484  24.9486
Si  5.5604  13.6233  24.372
Si  8.3223  10.9172  24.4075
Si  5.473  19.1404  24.218
Si  8.2344  16.4442  24.41
Si  5.39  24.4664  24.5747
Si  8.3332  21.8722  24.4345
Si  5.5947  29.8837  24.8531
Si  8.1599  27.0991  24.4293
Si  10.9403  2.6831  24.3337
Si  13.714  -0.1318  24.6902
Si  11.0431  8.168  24.6606
Si  13.5642  5.3221  24.7683
Si  10.8791  13.3404  24.1667
Si  13.7187  10.8175  24.7019
Si  10.7744  19.0492  24.437
Si  13.5101  16.1922  24.5333
Si  10.9355  24.6067  24.6649
Si  13.697  21.6904  24.414
Si  10.8555  29.7717  24.4176
Si  13.5647  27.4245  24.7533
Si  1.2727  4.2372  26.0476
Si  4.1314  1.1375  26.0985
Si  1.1964  9.7932  26.0126
Si  4.9078  5.9809  26.267
Si  1.4562  14.9031  26.004
Si  5.072  12.114  26.1575
Si  1.0218  20.85  25.9099
Si  4.3967  17.7085  25.7072
Si  1.5459  25.8053  25.682
Si  3.6846  23.4956  26.0175
Si  1.8091  31.0256  26.0407
Si  3.9577  28.6368  26.135
Si  6.5624  4.042  26.2014
Si  9.6175  1.1207  25.3682
Si  6.7357  10.4268  26.0851
Si  9.204  6.599  26.7526
Si  6.5275  15.3645  25.5313
Si  10.2639  11.574  25.5786
Si  6.9793  20.3428  25.4966
Si  9.0926  18.0959  25.9117
Si  7.0955  25.5306  25.8376
Si  9.4065  23.3951  26.0368
Si  7.4404  30.8138  26.1741
Si  9.5493  28.41  25.7331
Si  12.4534  3.556  25.8806
Si  15.0962  1.7954  26.3209
Si  11.9653  9.8434  25.96
Si  15.7001  6.7122  26.4483
Si  12.0706  14.6645  25.5627
Si  15.3932  12.035  25.9302
Si  12.3897  20.173  25.6572
Si  14.0747  17.6565  26.2816
Si  11.8932  26.2944  26.112
Si  15.1209  22.936  25.7797
Si  11.9643  31.9754  26.0146
Si  14.8776  28.7947  26.1978
Si  -2.7401  1.6975  30.5043
Si  2.3966  3.0377  27.6171
Si  -1.3541  7.1079  29.3951
Si  4.2836  10.9114  30.6529
Si  -1.6415  11.019  32.6323
Si  5.8706  14.1864  28.2286
Si  2.9243  14.9104  28.5502
Si  1.3919  19.4869  28.6346
Si  4.1053  23.7463  28.2706
Si  -2.3157  24.9328  27.7451
Si  5.2767  26.6282  28.2193
Si  10.0979  -5.1678  30.9494
Si  4.3764  7.1314  29.3184
Si  2.8019  9.1127  32.909
Si  8.4983  2.2119  28.1334
Si  3.23  12.858  32.5959
Si  9.2656  14.7533  32.2006
Si  1.6956  17.5649  32.7866
Si  8.4776  20.4722  29.379
Si  5.9589  21.6039  28.0306
Si  10.8482  21.5888  28.0417
Si  7.0799  27.7792  30.5199
Si  7.7424  32.0765  29.0418
Si  10.4038  -2.3549  29.828
Si  15.7241  1.712  29.5167
Si  12.2222  4.4904  31.0827
Si  12.2296  8.5263  29.0021
Si  13.0227  14.7924  33.8595
Si  13.572  13.2556  27.9876
Si  10.3524  16.0761  27.6681
Si  13.2326  16.114  28.9162
Si  11.4675  22.6644  33.0918
Si  15.9882  27.1725  27.3897
Si  12.2335  32.423  29.127
Si  2.5279  0.0673  28.2783
Si  2.3789  9.5239  28.974
Si  5.6701  9.0299  33.8828
Si  4.9959  12.0003  34.7788
Si  0.7701  16.6589  28.18
Si  7.0331  16.4594  32.8305
Si  1.9725  23.3785  35.0191
Si  3.4318  24.9811  32.9385
Si  3.5123  29.031  37.7625
Si  2.9974  33.9171  33.183
Si  7.3568  -4.1351  33.2925
Si  10.6416  4.3122  28.4518
Si  3.168  4.5374  30.2714
Si  8.8649  11.3822  28.1405
Si  9.2381  8.5738  29.0817
Si  5.4754  21.156  32.3065
Si  0.8612  20.3436  31.4223
Si  9.6362  22.4025  37.7475
Si  9.6193  20.7189  32.024
Si  10.7836  25.6949  33.4433
Si  8.259  30.4255  36.9193
Si  10.0016  -3.5304  34.7668
Si  12.6799  0.8111  33.0677
Si  16.6546  13.4889  32.8897
Si  11.2225  12.5806  32.5143
Si  17.422  15.3452  30.6898
Si  8.5542  14.1125  29.32
Si  20.7068  19.0523  28.6672
Si  15.7163  22.5854  35.58
Si  6.3281  30.5999  31.295
Si  17.7749  32.6057  30.9357
Si  -1.981  5.2653  32.8796
Si  4.8117  14.8164  34.0097
Si  -0.8194  6.9286  35.0666
Si  3.1591  16.7935  35.3334
Si  -4.1832  21.0997  30.7355
Si  0.397  15.9603  34.8463
Si  0.844  27.5008  37.0846
Si  1.6782  24.7546  37.5887
Si  3.9846  31.002  33.3234
Si  1.1388  26.8997  32.1512
Si  5.1584  2.9756  32.1246
Si  5.745  4.306  34.6115
Si  6.5531  8.9351  30.8189
Si  10.6451  2.9957  33.1146
Si  7.474  6.9898  35.349
Si  4.189  21.4485  34.9213
Si  13.6822  16.9806  31.9653
Si  8.1117  26.467  38.1362
Si  6.547  18.6166  30.627
Si  8.839  33.2896  35.5414
Si  12.6965  2.0975  37.5401
Si  12.958  -5.0144  30.9036
Si  12.686  11.3296  30.2782
Si  12.9919  3.1701  34.7905
Si  13.6655  13.6159  36.7078
Si  12.1592  10.2674  34.3447
Si  8.8359  19.3509  37.0485
Si  11.1488  16.9148  33.4823
Si  3.0622  22.5604  30.9107
Si  15.1584  23.806  38.1001
Si  11.2674  31.8296  34.8143
Si  15.3714  26.1842  30.1322
Si  1.0433  5.1325  36.784
Si  3.1982  1.3551  38.2206
Si  -1.5188  8.1499  37.5451
Si  1.6994  7.9238  37.6049
Si  -1.5348  16.3224  37.2793
Si  4.8445  12.8575  37.7718
Si  -3.0952  20.9064  34.6411
Si  3.1988  19.368  36.9537
Si  6.0134  23.5955  33.9775
Si  3.1139  35.7681  35.6646
Si  5.5962  29.5618  35.505
Si  7.6066  2.2778  33.5477
Si  9.4778  2.1232  38.0109
Si  1.057  9.5001  35.267
Si  9.3952  6.9873  37.7363
Si  6.7774  15.2368  38.1873
Si  10.535  11.0024  36.6488
Si  8.8052  18.6119  34.1699
Si  9.5346  16.4474  37.5569
Si  8.6373  24.6902  35.6231
Si  1.2627  29.8175  32.5412
Si  12.4064  31.8696  37.6227
Si  16.8044  8.9879  31.242
Si  13.1297  -2.9208  28.7349
Si  10.078  8.4417  35.3181
Si  16.4662  4.5655  30.6857
Si  10.5724  13.6931  37.3715
Si  15.528  11.0207  37.0509
Si  14.4288  19.7737  32.028
Si  13.8649  19.0761  37.0843
Si  16.7503  20.212  37.2684
Si  12.6803  27.8926  33.9107
Si  15.8769  28.1951  34.3471
O  1.6825  4.8173  30.9541
O  1.7753  0.5276  38.4504
O  0.7227  6.3153  40.1513
O  3.1042  2.8105  38.9523
O  -2.9593  1.7297  34.1729
O  0.2308  4.6515  38.128
O  2.5648  8.4371  38.8614
O  0.0838  8.0168  37.8461
O  -0.007  11.1949  38.4296
O  -1.9233  7.2528  36.2338
O  3.4633  13.4907  38.4286
O  1.4624  15.0869  39.3372
O  -0.5402  16.7073  38.5211
O  -2.7268  17.4493  37.0871
O  3.2751  19.589  38.552
O  1.617  19.4865  36.5674
O  -1.2916  22.442  39.0027
O  -4.262  22.0545  34.4686
O  2.7767  24.9708  38.7541
O  1.4848  26.0659  36.6447
O  0.0733  27.2201  38.4844
O  2.027  28.5535  37.3601
O  3.2842  30.4273  38.5775
O  -0.524  32.3455  39.8346
O  3.4324  1.6991  36.6467
O  4.5095  0.5521  38.7915
O  8.7563  1.6918  36.6164
O  8.55  3.3571  38.5361
O  4.4937  6.7241  39.5986
O  6.4799  4.6404  39.5183
O  8.9108  8.0626  38.8507
O  6.8861  9.6306  39.4078
O  5.3622  11.73  38.825
O  4.6079  12.0585  36.3598
O  9.8226  13.5338  38.835
O  7.4777  14.6638  39.5403
O  3.9508  17.648  40.0236
O  5.6772  16.3369  38.6407
O  8.2794  19.3977  35.4991
O  7.8446  19.1275  38.3261
O  4.327  22.9022  39.5358
O  6.3485  20.8253  39.5457
O  9.3264  23.4544  36.4971
O  8.1785  25.9106  36.6026
O  4.2964  28.0347  38.7864
O  5.3379  26.2666  40.3041
O  8.487  30.3093  38.5179
O  6.5439  31.7633  39.4542
O  9.3622  1.0466  39.2486
O  11.2488  -0.6888  38.7414
O  13.6454  2.4217  38.8141
O  15.7178  4.5925  32.1446
O  10.1808  5.8257  38.5776
O  12.169  4.4117  39.6013
O  12.3753  9.5574  39.5626
O  14.0486  7.6377  38.8312
O  9.5472  9.9051  35.9072
O  10.6217  10.8341  38.2745
O  14.6406  12.7127  39.6507
O  12.181  13.3578  37.3457
O  9.7695  17.9825  37.0238
O  10.1337  16.5169  39.0726
O  13.0568  19.9006  35.9087
O  13.4006  19.6278  38.5184
O  11.1273  22.3683  38.4541
O  8.6752  22.8324  39.0254
O  13.9683  24.763  38.6026
O  9.5519  27.1223  38.6418
O  13.4151  30.7984  38.3172
O  11.9724  26.0862  39.3351
O  14.8016  28.8902  39.4099
O  14.1429  26.6886  31.1032
O  0.1996  5.3659  26.6608
O  -2.2304  6.2835  26.0124
O  4.0007  0.1625  27.5212
O  3.6798  2.6397  26.6618
O  0.021  10.8568  26.478
O  1.9676  9.3911  27.4193
O  3.0994  8.1236  29.3613
O  1.0973  9.7736  29.9767
O  2.4123  14.137  27.1811
O  1.8053  16.502  31.5467
O  5.3142  12.7387  27.6874
O  3.5078  11.6653  25.9474
O  1.7043  20.4401  27.3659
O  4.1728  18.4807  27.1567
O  -2.3187  16.9223  27.7663
O  1.5885  19.0833  32.1931
O  1.1212  26.7687  26.9908
O  2.4  24.5577  26.3049
O  5.5973  23.1039  28.5321
O  -0.9109  18.2675  25.7418
O  2.818  29.783  26.5446
O  1.5183  31.8743  27.4448
O  4.4448  27.9043  27.5639
O  6.0571  26.8861  29.6408
O  6.2659  8.8455  26.053
O  4.6161  6.6122  27.7962
O  7.3046  3.1784  27.5265
O  10.9395  4.1605  32.0226
O  8.6051  7.767  27.7918
O  7.4723  10.7678  27.5405
O  9.3406  1.5327  26.9207
O  9.6067  3.1297  28.9506
O  5.5015  16.5475  26.0756
O  6.8308  14.7117  27.0225
O  9.7207  12.194  27.0238
O  8.6797  12.4897  29.3039
O  7.4613  21.3798  28.5419
O  6.0033  21.3657  26.419
O  7.8914  19.1907  26.342
O  9.5616  17.4812  27.3811
O  8.2039  24.46  26.4719
O  6.4345  26.2891  27.1303
O  9.9885  21.9627  33.0017
O  10.0027  22.8974  27.5226
O  7.0846  31.6083  27.6061
O  9.0001  31.0213  29.2354
O  10.6149  27.3403  26.5577
O  8.5644  29.575  26.5047
O  11.6819  3.8523  27.2946
O  14.9886  0.268  25.7289
O  13.5506  2.3721  26.2393
O  15.5361  1.7154  27.8908
O  12.3117  9.1108  27.4688
O  10.4824  7.2089  25.9256
O  13.424  7.4178  29.32
O  15.6267  7.4729  27.9102
O  10.9474  15.7007  26.197
O  12.5786  13.6394  26.7584
O  14.9931  12.8095  27.341
O  12.9791  12.017  28.8427
O  13.0789  18.9425  26.531
O  11.7239  21.1705  26.7659
O  16.7201  15.8026  26.8585
O  13.7185  14.5595  28.93
O  12.5787  25.5748  27.4859
O  15.1132  25.8596  26.8718
O  14.199  23.4496  27.0739
O  16.2766  21.9446  26.4198
O  11.7177  32.3692  27.5892
O  10.1439  29.3182  31.0135
O  13.8726  29.5267  27.3459
O  11.7345  30.3811  25.7138
O  0.0885  0.3915  30.1264
O  2.567  2.2396  34.2879
O  1.9173  1.6004  28.2629
O  2.8953  4.083  28.7451
O  -3.8776  1.1694  29.455
O  -0.6867  7.9652  30.6115
O  4.0917  12.4247  31.2546
O  3.4799  10.7243  29.239
O  -0.9302  12.3992  33.168
O  0.4019  14.4443  34.2092
O  4.1073  8.4676  33.7016
O  0.1646  10.7585  35.8054
O  0.3894  17.1049  33.6698
O  2.3998  16.4499  28.3272
O  0.5279  18.2366  28.0449
O  3.0773  23.9107  31.7895
O  3.0402  23.0451  29.3415
O  2.1989  23.5512  36.6188
O  -0.5667  27.2993  29.0234
O  0.3007  25.9466  31.0794
O  7.012  27.5395  32.1546
O  4.8284  30.9375  31.8976
O  6.8088  -0.9314  30.3936
O  4.23  3.4161  30.8539
O  8.6631  -5.3989  30.1487
O  9.7096  5.4763  27.8263
O  3.5226  9.9864  31.7573
O  8.0153  0.9021  29.0237
O  4.0043  5.9161  30.3256
O  8.1104  8.7166  30.3015
O  3.6436  11.9532  33.8826
O  14.0547  15.6868  32.9252
O  6.9305  14.3227  29.4721
O  2.1553  14.4063  29.927
O  1.7835  21.6811  31.4147
O  8.7038  21.2649  30.7996
O  7.8485  19.0035  29.7095
O  4.8792  20.569  28.6413
O  9.8404  20.3767  28.5014
O  14.6947  24.9248  29.2943
O  11.8458  21.8181  29.3206
O  6.5109  29.3107  30.2789
O  4.2634  25.3718  28.5015
O  6.7254  30.0652  36.5412
O  11.4587  29.7868  28.7291
O  11.276  1.5597  32.616
O  11.8575  -1.5762  36.2156
O  13.2142  3.1926  30.9801
O  12.4324  -0.6588  33.7244
O  11.5832  4.9051  29.6567
O  12.4341  9.7482  30.0687
O  15.9438  9.9688  32.2349
O  10.7257  7.9032  29.3922
O  12.4172  13.6273  32.8933
O  9.3311  14.6866  30.6035
O  16.3968  14.4534  31.5874
O  14.2912  14.8319  37.6035
O  7.7509  15.0045  32.6943
O  9.3235  14.9054  28.1204
O  16.49  16.0487  29.5385
O  11.6165  16.2577  28.6896
O  16.7866  23.3445  34.6108
O  12.2097  26.3291  33.9579
O  11.2401  24.2411  32.909
O  13.5433  31.4233  29.1656
O  11.1894  31.8318  30.2747
O  -2.7473  0.6475  31.7785
O  2.5821  -0.4374  29.8363
O  5.852  10.4203  30.522
O  3.6172  14.4021  32.9579
O  6.4806  8.7672  32.4604
O  5.7873  10.6196  34.3511
O  4.1826  15.5145  35.3474
O  5.5596  16.0643  33.3066
O  2.9788  17.4571  33.8179
O  2.8173  19.0975  29.325
O  5.282  18.2131  29.6789
O  10.1083  16.0799  32.5708
O  2.6361  24.6617  34.3095
O  2.693  26.3707  32.4174
O  5.1626  22.7604  35.1319
O  6.3812  22.458  32.814
O  -2.1749  28.1169  34.3816
O  2.7473  29.9316  33.2415
O  6.2837  28.4483  34.5058
O  5.1383  4.3131  33.0839
O  8.8872  -4.2922  33.8436
O  10.7162  -0.0995  25.2884
O  13.2079  5.5975  31.8096
O  7.2429  -2.6349  32.6074
O  5.6894  7.8306  29.9879
O  8.8591  7.5767  34.591
O  11.4146  12.1139  30.9606
O  9.6764  10.1113  28.731
O  10.3416  18.0482  34.3154
O  7.9577  16.0101  37.3488
O  4.7328  20.5731  33.6511
O  6.9688  17.2802  31.4379
O  7.6573  25.2099  39.0521
O  9.4543  20.851  37.2487
O  2.6878  21.9912  34.5362
O  0.4886  20.0605  29.8579
O  10.9943  20.1491  31.3187
O  9.7308  25.3999  34.6428
O  8.4462  31.9188  36.2974
O  10.4162  33.1987  35.0905
O  12.9978  0.5263  37.1825
O  11.5011  -4.1861  34.7974
O  11.3946  3.4291  34.5057
O  13.8957  4.308  34.0829
O  18.0238  12.692  32.4855
O  13.9546  11.4517  31.2915
O  12.0094  10.8219  35.8882
O  13.6628  14.0591  35.137
O  20.9321  14.9744  28.7167
O  13.5437  16.6206  30.4092
O  11.8996  15.8338  34.443
O  9.8097  13.3423  32.794
O  15.8252  20.6097  32.1568
O  13.5947  20.2161  30.674
O  12.4349  22.2882  31.8322
O  6.8611  27.505  38.3226
O  10.1008  26.6714  32.2989
O  11.5438  27.2182  30.2565
O  16.2934  28.0942  35.9148
O  12.605  28.4286  32.3663
O  -0.8216  5.5807  29.728
O  0.034  3.11  29.9765
O  1.9379  9.9644  33.9973
O  5.6912  13.4639  34.3791
O  2.0439  6.3699  37.2016
O  0.0577  5.6392  35.5751
O  1.8992  3.8891  36.2008
O  -1.8498  9.719  37.2325
O  1.7196  16.1656  35.7805
O  0.5242  20.473  38.88
O  -1.6809  21.6845  34.7116
O  -0.8621  16.218  35.8026
O  3.6848  17.9089  36.3993
O  0.2618  24.3758  38.3009
O  0.0603  29.5877  33.6614
O  0.1966  21.6685  36.5809
O  -2.9629  20.0093  33.3004
O  0.1955  26.9659  33.5116
O  1.842  33.7447  32.0377
O  5.0207  30.7341  34.541
O  4.4432  3.9546  35.5521
O  6.7436  2.4462  32.1367
O  6.7897  3.0617  34.7225
O  7.8973  0.7928  34.2193
O  2.0926  8.952  36.3992
O  0.0944  8.2527  34.8324
O  6.6282  5.6583  34.8657
O  9.0518  2.9595  33.299
O  10.4928  7.5704  36.6517
O  6.3802  8.1904  35.0998
O  6.2222  19.8833  31.6242
O  4.1095  20.523  36.2442
O  12.4019  15.0018  39.7033
O  11.237  11.2306  33.4073
O  5.0508  24.8031  33.3216
O  7.3605  24.1788  34.6992
O  4.4038  21.694  31.2151
O  3.2966  32.4215  33.7308
O  4.3428  29.0344  36.3651
O  13.2232  3.1201  36.3846
O  11.0905  2.3472  37.8046
O  13.6106  -3.888  29.9443
O  17.3998  -1.6221  31.6713
O  8.0197  6.6295  36.8651
O  11.3962  8.7793  34.3601
O  18.0243  8.2528  32.11
O  14.8818  6.639  33.6263
O  9.9452  12.5206  36.3891
O  10.3409  15.2172  36.7995
O  14.6082  12.3065  36.7398
O  13.7097  10.3581  33.7544
O  8.8109  19.5908  32.8635
O  7.7681  17.3866  33.9401
O  12.251  17.5775  32.4904
O  14.7888  18.1793  32.0106
O  15.4608  19.3164  36.8796
O  14.8527  23.6039  36.5026
O  10.2277  30.7669  34.1438
O  9.3532  29.4044  36.2542
O  17.6744  28.4561  31.6111
O  4.4359  1.6204  32.6441
O  5.9945  13.9953  37.4641
Si  -0.0688  0.0437  5.4054
Si  2.6861  2.8055  5.4828
Si  -0.0457  5.5451  5.4314
Si  2.7127  8.3161  5.4687
Si  0.0223  10.994  5.4219
Si  2.7769  13.6873  5.4138
Si  -0.0026  16.4238  5.47
Si  2.6859  19.1465  5.4356
Si  -0.0545  21.9174  5.4064
Si  2.6586  24.6753  5.3632
Si  -0.0483  27.4019  5.267
Si  2.6968  30.0983  5.3538
Si  5.4678  0.0351  5.4855
Si  8.1561  2.8314  5.4925
Si  5.4571  5.5517  5.5103
Si  8.2208  8.2754  5.5546
Si  5.4623  11.0161  5.4634
Si  8.1854  13.75  5.4891
Si  5.4523  16.3971  5.4553
Si  8.1983  19.1592  5.506
Si  5.4326  21.8834  5.4546
Si  8.1757  24.6516  5.4254
Si  5.4069  27.3952  5.3923
Si  8.1622  30.1261  5.3401
Si  10.8939  0.0343  5.3454
Si  13.6058  2.7846  5.4056
Si  10.9818  5.5199  5.4676
Si  13.7065  8.2365  5.4414
Si  10.9958  10.9402  5.5557
Si  13.7088  13.7289  5.4616
Si  10.9546  16.4404  5.4426
Si  13.6238  19.2036  5.4115
Si  10.9402  21.8762  5.4722
Si  13.6638  24.6955  5.373
Si  10.8671  27.3985  5.3707
Si  13.5976  30.1569  5.3344
Si  1.3172  1.3911  6.7909
Si  4.0747  4.1586  6.8363
Si  1.3515  6.893  6.8005
Si  4.1078  9.6367  6.8388
Si  1.396  12.3384  6.798
Si  4.1039  15.0353  6.831
Si  1.3534  17.7867  6.8273
Si  4.0643  20.5092  6.8031
Si  1.3275  23.287  6.7553
Si  4.0492  26.0106  6.7488
Si  1.3146  28.7296  6.703
Si  4.0599  31.448  6.7727
Si  6.8246  1.4132  6.8341
Si  9.5844  4.1581  6.8252
Si  6.8448  6.8854  6.8747
Si  9.6046  9.6049  6.906
Si  6.8321  12.36  6.8473
Si  9.5878  15.0837  6.8368
Si  6.8178  17.7713  6.8265
Si  9.5711  20.5254  6.8476
Si  6.8053  23.2782  6.7904
Si  9.5485  26.0184  6.7759
Si  6.7982  28.7637  6.7384
Si  9.5462  31.4662  6.7339
Si  12.2531  1.3888  6.7571
Si  14.9981  4.1395  6.7809
Si  12.3454  6.8738  6.8325
Si  15.07  9.6105  6.8028
Si  12.358  12.3495  6.8484
Si  15.0594  15.0643  6.8474
Si  12.3042  17.8133  6.8114
Si  14.9945  20.5551  6.7908
Si  12.3155  23.2981  6.7658
Si  15.0324  26.0518  6.7241
Si  12.2592  28.7637  6.7168
Si  14.9764  31.4686  6.7501
Si  -0.0372  2.7658  8.1522
Si  2.6972  0.0156  8.139
Si  -0.0015  8.2321  8.1898
Si  2.7062  5.5199  8.1854
Si  0.0248  13.6809  8.1889
Si  2.7307  10.9735  8.202
Si  -0.0313  19.1713  8.155
Si  2.7272  16.41  8.1829
Si  -0.0324  24.6617  8.1161
Si  2.6965  21.9088  8.1333
Si  -0.0407  30.0929  8.1
Si  2.6845  27.3811  8.1061
Si  5.4413  2.7669  8.1845
Si  8.203  0.0183  8.1482
Si  5.4594  8.2473  8.2095
Si  8.2147  5.4977  8.2094
Si  5.4609  13.6913  8.2217
Si  8.2019  10.9778  8.2135
Si  5.4412  19.1457  8.1726
Si  8.1994  16.424  8.1988
Si  5.4219  24.6473  8.1317
Si  8.1784  21.9085  8.163
Si  5.4401  30.101  8.1378
Si  8.1643  27.3883  8.1183
Si  10.9239  2.7476  8.1669
Si  13.6306  0.0312  8.1308
Si  10.9703  8.2093  8.2228
Si  13.6715  5.4826  8.1953
Si  10.95  13.6938  8.1933
Si  13.7066  10.9553  8.1968
Si  10.9344  19.1528  8.1974
Si  13.669  16.433  8.1809
Si  10.9262  24.6471  8.1312
Si  13.6486  21.9238  8.1601
Si  10.9076  30.1069  8.1172
Si  13.6415  27.3973  8.0928
Si  1.3482  4.1163  9.5272
Si  4.0738  1.372  9.5185
Si  1.376  9.5807  9.5588
Si  4.0964  6.8562  9.5566
Si  1.3784  15.0412  9.5616
Si  4.1048  12.3116  9.5799
Si  1.3475  20.5327  9.513
Si  4.0928  17.7732  9.5484
Si  1.3422  26.0073  9.4904
Si  4.0737  23.264  9.5016
Si  1.3314  31.4436  9.4918
Si  4.0684  28.7254  9.4894
Si  6.8332  4.1127  9.5478
Si  9.5632  1.3744  9.5301
Si  6.8449  9.5893  9.5731
Si  9.5923  6.8416  9.5763
Si  6.8436  15.048  9.5705
Si  9.5884  12.3227  9.5688
Si  6.8186  20.5209  9.5233
Si  9.5691  17.7826  9.5595
Si  6.8064  26.0088  9.4892
Si  9.562  23.2748  9.509
Si  6.8217  31.4573  9.5056
Si  9.5467  28.7364  9.4914
Si  12.3009  4.0997  9.5431
Si  15.0095  1.3807  9.5118
Si  12.3398  9.5805  9.5679
Si  15.0467  6.8435  9.5542
Si  12.3156  15.054  9.5557
Si  15.0698  12.3097  9.5642
Si  12.3016  20.5366  9.5346
Si  15.0344  17.7932  9.5423
Si  12.2969  26.0179  9.4851
Si  15.0274  23.2856  9.5061
Si  12.2778  31.4596  9.5008
Si  15.0085  28.7349  9.4868
Si  -0.0205  0.0078  10.8733
Si  2.7156  2.7386  10.8905
Si  -0.0008  5.4658  10.9186
Si  2.7319  8.2041  10.9293
Si  0.0121  10.9276  10.9356
Si  2.7341  13.6688  10.9366
Si  -0.0053  16.4087  10.9054
Si  2.7123  19.1525  10.8855
Si  -0.0181  21.9012  10.8746
Si  2.7068  24.6332  10.8618
Si  -0.0253  27.3672  10.8597
Si  2.7087  30.0882  10.8656
Si  5.4538  0.0092  10.8807
Si  8.1973  2.7314  10.9054
Si  5.4629  5.471  10.9136
Si  8.2101  8.2013  10.9289
Si  5.4688  10.9337  10.9406
Si  8.2072  13.6697  10.9331
Si  5.4613  16.4062  10.9215
Si  8.1851  19.1508  10.8996
Si  5.4415  21.8912  10.8733
Si  8.179  24.6392  10.8609
Si  5.4393  27.3637  10.8633
Si  8.1868  30.0907  10.8758
Si  10.9272  0.0064  10.8947
Si  13.6627  2.731  10.9086
Si  10.9454  5.4532  10.9295
Si  13.6846  8.1931  10.9335
Si  10.9506  10.932  10.9249
Si  13.6798  13.6674  10.915
Si  10.9338  16.4038  10.9196
Si  13.6605  19.1551  10.8995
Si  10.9193  21.897  10.8834
Si  13.6529  24.6441  10.8661
Si  10.9191  27.3684  10.8593
Si  13.6493  30.0941  10.8681
Si  1.3555  1.3609  12.2545
Si  4.0978  4.0857  12.2685
Si  1.3777  6.8153  12.2883
Si  4.1121  9.5473  12.2988
Si  1.3839  12.2817  12.2989
Si  4.1107  15.0249  12.2925
Si  1.3655  17.7721  12.2632
Si  4.0871  20.5135  12.2474
Si  1.3548  23.2589  12.2374
Si  4.0809  25.9884  12.2303
Si  1.3478  28.7193  12.235
Si  4.0863  31.4419  12.2421
Si  6.828  1.3579  12.2625
Si  9.5736  4.0787  12.2843
Si  6.8457  6.8156  12.2862
Si  9.5909  9.5503  12.294
Si  6.8506  12.2857  12.2988
Si  9.5806  15.0256  12.2925
Si  6.8344  17.7706  12.275
Si  9.5636  20.5141  12.2509
Si  6.8195  23.2573  12.2293
Si  9.5561  25.9951  12.2299
Si  6.8172  28.7188  12.2356
Si  9.56  31.4412  12.2565
Si  12.3  1.3576  12.272
Si  15.0408  4.0853  12.2792
Si  12.3224  6.8102  12.2937
Si  15.0589  9.5443  12.2991
Si  12.3258  12.2857  12.2889
Si  15.0476  15.0263  12.2788
Si  12.3081  17.7702  12.2687
Si  15.0352  20.5198  12.2496
Si  12.2972  23.2615  12.2354
Si  15.0251  25.9957  12.2363
Si  12.2893  28.7225  12.239
Si  15.0219  31.4459  12.2474
Si  0.003  2.7155  13.6462
Si  2.7279  -0.0028  13.6233
Si  0.0154  8.166  13.6656
Si  2.7386  5.4379  13.6531
Si  0.0028  13.6416  13.6457
Si  2.7429  10.9009  13.6651
Si  -0.0097  19.1377  13.6169
Si  2.7246  16.3902  13.6326
Si  -0.0145  24.62  13.6023
Si  2.715  21.8813  13.6051
Si  -0.0109  30.08  13.6133
Si  2.7151  27.3491  13.6001
Si  5.4644  2.7153  13.6381
Si  8.1956  -0.0078  13.6337
Si  5.4731  8.1636  13.6583
Si  8.2067  5.4368  13.6547
Si  5.4716  13.641  13.6573
Si  8.2123  10.9005  13.6606
Si  5.4487  19.1356  13.6188
Si  8.1968  16.3872  13.642
Si  5.4457  24.6158  13.5961
Si  8.1844  21.8815  13.5969
Si  5.4549  30.0773  13.6127
Si  8.1869  27.3527  13.6036
Si  10.9392  2.7107  13.6533
Si  13.6684  -0.0058  13.639
Si  10.9496  8.1652  13.66
Si  13.684  5.4379  13.6636
Si  10.9455  13.6401  13.65
Si  13.6834  10.9005  13.6577
Si  10.9261  19.1321  13.6174
Si  13.6692  16.3875  13.6333
Si  10.9232  24.6209  13.5959
Si  13.6589  21.8822  13.603
Si  10.9304  30.078  13.6248
Si  13.6595  27.355  13.6056
Si  1.3804  4.0644  15.0253
Si  4.1026  1.3447  15.008
Si  1.3933  9.515  15.0332
Si  4.1164  6.784  15.0276
Si  1.3756  15.0022  15.0001
Si  4.1195  12.2545  15.0256
Si  1.358  20.5044  14.9748
Si  4.0934  17.7538  14.9896
Si  1.3557  25.9786  14.9701
Si  4.0832  23.2454  14.9683
Si  1.3621  31.4337  14.989
Si  4.0868  28.7046  14.971
Si  6.8405  4.0607  15.0189
Si  9.5717  1.3386  15.0157
Si  6.8521  9.5129  15.0232
Si  9.5893  6.7838  15.026
Si  6.8445  15.0024  15.0141
Si  9.5933  12.2548  15.0204
Si  6.8251  20.5058  14.9651
Si  9.5751  17.7503  14.9918
Si  6.8184  25.9755  14.9607
Si  9.563  23.2383  14.955
Si  6.8265  31.4277  14.996
Si  9.5601  28.7055  14.9828
Si  12.3203  4.0606  15.0259
Si  15.0422  1.3474  15.0163
Si  12.3318  9.5138  15.0262
Si  15.0674  6.7844  15.0353
Si  12.3228  14.9991  15.0054
Si  15.0651  12.2513  15.0183
Si  12.3055  20.4955  14.9664
Si  15.043  17.7519  14.9864
Si  12.3003  25.9739  14.9638
Si  15.0318  23.2396  14.9671
Si  12.3062  31.4282  15.0067
Si  15.0311  28.7088  14.981

Results
total energy: -236498.923 eV
total energy less fixed offsets of O -438.04, Si -107.15 eV per atom: 7.857 eV

Forces (eV/angstrom), in the order of the atoms: element, x, y, z
Si  -0.1353  0.5649  -0.0031
Si  0.3454  -0.0976  -0.0304
Si  -0.7197  -0.2506  -0.3679
Si  0.3578  0.1005  -0.2027
Si  -0.0621  -0.1688  -0.0594
Si  0.1023  -0.0158  0.1477
Si  -0.1068  0.0186  0.0944
Si  -0.228  -0.0052  0.0746
Si  0.1278  0.1186  0.2038
Si  -0.1289  -0.4308  -0.2784
Si  0.2417  -0.1997  -0.1106
Si  0.2111  -0.0729  -0.075
Si  0.0376  -0.0395  -0.1031
Si  -0.2705  0.0965  0.3621
Si  -0.0327  0.0647  -0.53
Si  -0.0185  -0.0615  0.0027
Si  0.0093  -0.1077  -0.1296
Si  -0.2668  0.3177  0.1636
Si  -0.0309  -0.0669  0.2305
Si  0.0256  -0.07  -0.1705
Si  -0.0589  -0.0108  0.1907
Si  -0.465  0.3934  0.4963
Si  0.1578  -0.0828  0.2157
Si  0.1299  0.0195  0.0369
Si  0.0236  0.1046  0.2299
Si  0.1999  -0.0416  -0.1092
Si  0.0283  0.0559  -0.0484
Si  0.1673  -0.153  -0.1363
Si  0.0767  0.0996  0.0382
Si  -0.0603  0.0953  0.043
Si  0.3639  0.196  -0.01
Si  0.3456  -0.5013  0.0657
Si  -0.1681  0.3444  -0.1972
Si  0.1231  -0.1949  0.0578
Si  -0.0966  -0.196  -0.0443
Si  -0.2183  -0.2432  -0.1248
Si  -0.1604  -0.2423  -0.1247
Si  -0.0571  -0.0447  -0.0323
Si  0.0316  0.174  -0.0267
Si  -0.0634  -0.1032  -0.0944
Si  -0.0689  0.1162  -0.0895
Si  0.0071  0.0017  -0.1677
Si  0.1919  0.0259  -0.2472
Si  0.1049  -0.0242  -0.4416
Si  -0.0794  -0.0125  -0.1053
Si  0.2471  -0.0543  0.2133
Si  -0.1884  -0.1934  -0.0451
Si  0.0603  0.1045  0.0161
Si  -0.0151  -0.0657  -0.284
Si  0.0463  -0.0579  -0.307
Si  0.075  0.0298  -0.3304
Si  -0.04  -0.0725  -0.3639
Si  0.064  0.0183  -0.3189
Si  0.1329  -0.0735  -0.1491
Si  -0.0589  0.1132  -0.1874
Si  -0.2211  -0.1821  -0.1416
Si  0.1997  -0.1321  -0.3675
Si  -0.146  -0.0565  -0.2423
Si  0.0095  0.0808  -0.1242
Si  0.0219  0.0784  -0.213
Si  -0.0846  -0.0308  -0.2261
Si  -0.0048  0.1215  -0.0257
Si  -0.1048  0.0517  -0.2308
Si  -0.1286  0.1428  -0.225
Si  -0.0947  -0.335  -0.4752
Si  0.2166  0.1846  -0.262
Si  -0.1192  -0.1317  -0.2247
Si  -0.1324  0.0359  -0.134
Si  0.203  0.3427  -0.1453
Si  -0.0357  -0.0546  -0.1742
Si  0.2103  -0.0502  -0.131
Si  0.3065  0.2841  -0.3159
Si  0.0174  0.1206  -0.0714
Si  0.1122  -0.0244  0.0928
Si  -0.2004  0.0645  0.1181
Si  -0.1028  -0.1051  0.083
Si  0.0512  -0.0665  0.1697
Si  -0.0244  0.0259  -0.1034
Si  0.1351  -0.1162  -0.074
Si  0.1484  0.0631  0.0174
Si  -0.067  -0.0764  -0.1678
Si  -0.0831  0.0445  0.1178
Si  0.0445  0.0273  0.0211
Si  -0.1039  0.1401  0.0174
Si  -0.0094  -0.0844  -0.0105
Si  -0.105  0.1782  -0.0138
Si  -0.0312  0.1078  0.1757
Si  0.0959  0.0209  0.2317
Si  -0.0649  0.1705  -0.1668
Si  0.0216  0.0018  0.0116
Si  0.0452  -0.1422  0.2688
Si  -0.1954  0.0881  -0.0506
Si  0.058  0.1523  0.2097
Si  -0.0261  0.0067  0.0906
Si  0.0445  0.0299  0.0321
Si  -0.1707  -0.0509  -0.2196
Si  -0.1253  -0.0179  0.1399
Si  -0.0633  0.0658  0.0387
Si  0.0884  -0.0642  0.0885
Si  0.0261  -0.0915  0.0046
Si  0.0442  -0.0332  0.1923
Si  -0.0312  -0.0784  0.1201
Si  -0.0476  0.1541  -0.2019
Si  -0.0109  -0.0222  0.003
Si  0.0883  -0.0382  0.1268
Si  -0.0802  0.0818  0.1134
Si  0.071  0.0195  0.0718
Si  -0.0428  0.1413  0.0745
Si  0.0374  0.0033  -0.0669
Si  0.0195  -0.0155  -0.0357
Si  0.0575  -0.0344  0.033
Si  -0.0851  0.211  -0.0026
Si  -0.0405  0.0296  -0.1849
Si  0.0888  -0.0706  0.0362
Si  0.0386  0.1907  -0.0383
Si  -0.0242  -0.0044  -0.24
Si  0.0563  -0.0641  0.051
Si  -0.1461  0.0052  -0.066
Si  -0.1129  -0.0048  -0.1306
Si  0.0586  0.0144  -0.075
Si  0.0319  -0.0227  -0.064
Si  0.0169  0.0372  -0.0331
Si  -0.1061  -0.142  -0.0229
Si  -0.0943  -0.0301  -0.0821
Si  0.032  -0.0468  -0.0614
Si  -0.0281  0.0441  -0.0867
Si  0.0765  -0.0893  -0.1705
Si  0.0417  0.0105  0.0151
Si  -0.1237  -0.0106  -0.0515
Si  -0.0851  0.0501  -0.0667
Si  0.0246  -0.0165  -0.1017
Si  0.0462  0.0326  0.02
Si  0.0392  -0.0492  -0.1303
Si  0.0038  0.0396  -0.0211
Si  -0.0022  0.1427  -0.1714
Si  0.0067  -0.022  -0.1253
Si  0.023  -0.0343  -0.1011
Si  0.0256  -0.0131  -0.1686
Si  0.0002  0.0195  -0.069
Si  -0.1431  -0.0161  -0.0201
Si  0.0777  0.0023  -0.0767
Si  0.0122  -0.0754  -0.0061
Si  -0.0494  -0.0087  -0.0003
Si  -0.0895  0.013  -0.0703
Si  -0.0133  -0.0026  -0.0071
Si  -0.002  -0.0176  -0.0037
Si  0.0016  0.0024  0.0073
Si  0.0161  0.0186  0.0023
Si  0.0031  -0.0049  0.0071
Si  0.0266  0.0033  -0.0098
Si  0.0374  0.0047  0.0029
Si  0.0144  0.0105  0.0011
Si  0.0126  -0.0184  0.0015
Si  0.0122  0.0009  0.005
Si  -0.0033  -0.0124  -0.002
Si  -0.0012  -0.0047  -0.0052
Si  -0.0013  0.0011  -0.0033
Si  0.0226  -0.0033  -0.0047
Si  0.0184  -0.0004  0.003
Si  0.0197  -0.0111  -0.0004
Si  0.0442  0.009  0.0073
Si  0.0349  -0.0063  -0.0032
Si  0.0523  -0.004  0.0021
Si  0.0117  0.0036  -0.0078
Si  0.0193  -0.0178  -0.0011
Si  0.0106  -0.0078  -0.0097
Si  -0.0022  0.0118  -0.0089
Si  -0.0146  0.0144  0.0012
Si  -0.0056  -0.0134  -0.0047
Si  0.0026  -0.0147  -0.0053
Si  0.0278  -0.0233  -0.0084
Si  -0.014  -0.0076  0.0015
Si  -0.0043  0.0075  0.0011
Si  0.0267  -0.0003  -0.0093
Si  0.0095  -0.0013  0.0028
Si  -0.0011  -0.0078  -0.0003
Si  0.0232  0.0014  -0.0058
Si  0.0146  -0.0027  0.0005
Si  0.0054  -0.0162  -0.0122
Si  -0.0065  -0.0177  -0.0027
Si  0.0074  0.0085  -0.0058
Si  0.0066  -0.0044  0.0047
Si  -0.0228  -0.0057  -0.0003
Si  -0.0177  -0.0106  0.0019
Si  0.0041  0.0526  -0.0006
Si  -0.0486  -0.0126  -0.0076
Si  -0.0098  -0.0285  -0.0029
Si  -0.0079  0.0037  -0.0258
Si  -0.0094  -0.0097  0.0023
Si  0.0231  -0.0231  0.0009
Si  0.0262  0.0128  0.0016
Si  0.0053  -0.0257  -0.0021
Si  0.0117  -0.0092  -0.0004
Si  -0.0113  0.0058  -0.0074
Si  -0.0151  0.0186  0.0035
Si  0.0275  0.0331  0.0046
Si  -0.0416  0.005  -0.0092
Si  -0.023  0.0037  -0.0267
Si  -0.0053  -0.0209  -0.0312
Si  -0.0498  -0.0297  -0.0055
Si  0.0222  0.0171  -0.0053
Si  -0.0173  -0.0004  -0.007
Si  -0.0002  -0.0148  0.0051
Si  0.0279  0.0257  0.0185
Si  -0.0041  0.0039  0.0073
Si  -0.0335  -0.0193  0.0139
Si  -0.0338  0.027  -0.0125
Si  0.004  0.0331  0.0009
Si  -0.0433  0.0371  -0.0284
Si  -0.0628  -0.0187  -0.0041
Si  0.004  0.0301  0.0016
Si  0.001  0.012  0.0043
Si  -0.0488  -0.0257  0.0127
Si  -0.0153  0.0087  -0.0009
Si  -0.0304  -0.006  0.0082
Si  0.0186  0.0457  0.0113
Si  0.0035  -0.0464  0.0052
Si  -0.0355  0.0409  0.0082
Si  -0.0123  -0.0005  0.0156
Si  -0.0134  0.0002  0.0255
Si  0.0174  -0.0112  0.0057
Si  0.0114  0.0233  -0.0067
Si  0.0163  0.0302  0.0025
Si  -0.003  0.0241  0.0237
Si  0.0168  -0.0138  0.0375
Si  0.047  -0.0441  0.0081
Si  -0.0172  -0.0507  0.0009
Si  -0.0219  0.0327  0.008
Si  0.0279  0.0391  0.0272
Si  0.001  -0.0174  0.006
Si  0.0516  0.0122  0.0162
Si  0.0775  -0.0492  -0.0007
Si  0.1022  -0.0045  0.0107
Si  0.0092  -0.0138  0.0599
Si  0.0343  0.0117  0.0402
Si  -0.0209  0.044  0.0105
Si  -0.0304  -0.0286  0.0003
Si  0.0075  0.0194  0.0141
Si  0.0006  0.056  -0.0075
Si  0.0676  -0.0227  -0.0049
Si  -0.0144  -0.0307  0.0226
Si  -0.0396  -0.0151  0.0019
Si  0.0413  -0.0113  -0.0123
Si  -0.0233  -0.0141  0.0117
Si  0.0575  -0.0589  0.0157
Si  -0.0213  0.0109  0.0671
Si  -0.0033  -0.0352  0.0323
Si  0.0379  -0.0097  0.015
Si  -0.0085  0.0451  -0.019
Si  0.0012  -0.0396  0.0116
Si  0.028  -0.0009  -0.0117
Si  0.0198  -0.0119  -0.002
Si  -0.03  -0.0239  0.0378
Si  -0.0852  -0.0666  0.028
Si  0.0046  -0.0078  0.1055
Si  0.015  0.0358  0.0812
Si  0.0292  -0.0216  0.031
Si  -0.0328  0.069  0.0008
Si  -0.0685  0.0238  0.026
Si  -0.0457  -0.0512  0.0551
Si  0.0138  -0.0202  0.0267
Si  0.034  0.0751  0.0013
Si  0.0654  0.0354  0.0527
Si  -0.005  -0.0532  0.0493
Si  -0.0795  0.0458  0.0523
Si  0.1435  0.0635  0.0711
Si  -0.0021  0.0059  -0.0412
Si  0.0065  0.0259  -0.0328
Si  -0.0645  -0.0314  -0.0274
Si  0.0219  0.0277  -0.0014
Si  -0.0483  -0.049  -0.0082
Si  -0.0107  -0.0138  -0.0059
Si  0.0319  0.0434  0.0321
Si  -0.0253  -0.0403  0.0353
Si  0.064  -0.0027  0.0586
Si  -0.0678  -0.0169  0.0204
Si  0.0282  -0.0592  0.024
Si  0.0329  0.054  0.0003
Si  -0.1118  -0.0351  0.0177
Si  -0.0125  0.035  0.0045
Si  -0.0288  0.0302  0.0669
Si  0.0603  0.0513  0.0478
Si  0.0242  0.0602  0.0288
Si  -0.0543  -0.0467  0.0117
Si  -0.075  -0.025  0.0703
Si  0.0118  -0.0236  0.0431
Si  -0.0329  0.0645  -0.0111
Si  -0.0036  0.0135  0.0203
Si  -0.0662  0.0974  0.0842
Si  0.1273  0.0579  0.0881
Si  0.0532  -0.0602  0.1892
Si  -0.0777  -0.0485  -0.0408
Si  -0.059  -0.0211  0.109
Si  -0.0611  0.0893  0.1283
Si  -0.0276  0.0006  0.0727
Si  0.0431  0.0187  0.0186
Si  0.1228  -0.0531  0.0477
Si  -0.0086  -0.1486  0.1115
Si  -0.013  0.0631  0.0432
Si  -0.0808  0.032  0.117
Si  -0.1018  0.0113  -0.0132
Si  0.1016  -0.0647  0.0081
Si  0.0001  -0.0729  0.1155
Si  0.1337  -0.0635  0.1055
Si  0.1047  -0.0842  0.2147
Si  0.0165  0.0079  0.0628
Si  0.0409  0.0006  0.1872
Si  -0.03  -0.0494  0.1236
Si  0.0491  0.0047  0.038
Si  0.0273  0.015  0.1247
Si  0.0328  0.007  0.0452
Si  0.1092  0.0757  0.21
Si  0.0138  -0.0903  0.2138
Si  -0.0874  -0.0522  0.2362
Si  -0.1227  0.0199  0.0078
Si  0.0804  0.1326  0.0682
Si  0.1511  -0.0381  0.0905
Si  0.0236  -0.0713  0.01
Si  0.177  0.0519  0.0786
Si  0.0579  -0.0392  0.1348
Si  -0.0499  -0.0602  0.0057
Si  -0.0124  0.0554  -0.0411
Si  -0.0356  -0.0857  0.0288
Si  -0.0552  -0.0513  0.0434
Si  -0.1342  0.0288  0.0488
Si  -0.1579  -0.0238  0.0291
Si  0.0064  -0.17  0.0672
Si  0.02  0.0139  -0.0295
Si  0.1405  -0.0235  -0.1921
Si  -0.0302  0.0742  -0.1582
Si  0.0648  -0.0934  -0.1529
Si  -0.1245  0.1814  -0.019
Si  0.0267  0.1903  0.1513
Si  0.0181  -0.0694  -0.0457
Si  -0.1203  0.0468  0.066
Si  0.1425  -0.0191  0.1054
Si  0.1002  -0.0035  0.0278
Si  -0.051  0.1121  0.0528
Si  -0.0973  0.0219  -0.0964
Si  0.0217  -0.0537  -0.2249
Si  -0.0632  0.0453  0.0266
Si  -0.1945  0.163  -0.0017
Si  0.0155  -0.1268  -0.1625
Si  -0.0038  0.0013  -0.1037
Si  -0.1481  0.065  0.1156
Si  0.0744  -0.0086  -0.0128
Si  0.0154  0.0381  0.0008
Si  0.1498  -0.0114  -0.3192
Si  0.0684  -0.018  -0.3726
Si  -0.0248  0.0723  -0.0589
Si  -0.0273  -0.0006  -0.1381
Si  -0.0358  0.0665  0.0145
Si  0.0091  -0.154  -0.063
Si  0.045  0.0115  0.05
Si  -0.1199  -0.149  -0.106
Si  0.0771  -0.0476  -0.1451
Si  -0.1  -0.0085  0.0235
Si  -0.0443  0.0754  0.1761
Si  0.0229  0.1359  0.1319
Si  -0.0423  -0.0379  0.0253
Si  0.0122  -0.0763  -0.1955
Si  0.0751  -0.0361  0.2181
Si  0.0227  0.0921  0.1515
Si  0.3541  0.0402  -0.2327
Si  -0.1245  0.0383  0.0295
Si  -0.1917  0.2181  0.1806
Si  -0.2511  -0.0556  0.2738
Si  0.1393  0.0273  0.1021
Si  0.0827  -0.2162  -0.1019
Si  0.0222  -0.0848  -0.0714
Si  0.5407  0.1872  0.0305
Si  0.0534  -0.0637  0.2447
Si  -0.3657  -0.3023  0.0809
Si  0.0039  0.0888  0.158
Si  0.5056  0.2548  0.1628
Si  0.0678  0.1616  0.0051
Si  -0.1635  -0.0683  0.1561
Si  -0.1066  -0.2967  0.2022
Si  -0.0003  -0.1192  0.2365
Si  0.0011  0.0293  0.24
Si  0.2432  -0.066  0.2719
Si  0.117  0.1249  0.3371
Si  -0.0011  -0.1108  0.1991
Si  -0.0695  -0.1617  0.3142
Si  0.1035  0.1791  0.0493
Si  0.3643  -0.1836  -0.2829
Si  -0.1275  -0.274  -0.0324
Si  0.0555  -0.0443  0.0951
Si  0.2034  -0.0352  0.2881
Si  0.2026  0.3381  -0.0601
Si  -0.0319  -0.0396  0.34
Si  0.0253  -0.002  0.1863
Si  0.0123  -0.0796  0.2339
Si  -0.0903  0.0375  0.1315
Si  -0.08  -0.1018  -0.2161
Si  -0.1348  -0.2691  -0.1798
Si  -0.424  0.3601  -0.31
Si  0.0557  -0.3301  -0.0545
Si  0.0921  -0.1099  0.0197
Si  -0.6659  0.3176  0.2323
Si  0.0591  0.0482  0.2236
Si  0.192  0.403  -0.0778
Si  0.1669  0.1106  0.1014
Si  0.0959  -0.0442  0.3453
Si  -0.1671  0.2083  0.0389
Si  -0.2412  0.0852  -0.7304
Si  -0.227  -0.0279  -0.1985
Si  -0.026  0.005  -0.2371
Si  0.68  -0.3815  0.1437
Si  -0.1521  -0.0832  0.081
Si  0.4278  0.1313  0.0126
Si  0.151  0.0278  0.1071
Si  0.1551  0.0648  0.5195
Si  -0.3925  0.4789  -0.0068
Si  -0.0194  -0.034  0.1247
Si  0.0246  -0.0179  -0.2136
Si  -0.2248  -0.0984  -0.2888
Si  -0.1164  0.0578  -0.2239
Si  -0.0307  -0.0846  -0.1342
Si  -0.0576  -0.2887  -0.2461
Si  -0.565  0.0301  -0.0428
Si  0.0239  -0.0306  0.1191
Si  0.3068  -0.1855  0.4881
Si  -0.1783  0.3114  -0.0492
Si  -0.2503  -0.066  -0.1258
Si  -0.063  -0.1439  0.0994
Si  -0.1518  0.0564  0.0356
Si  0.0125  -0.1421  0.0021
Si  -0.2566  0.1353  -0.1746
Si  -0.0872  0.0762  0.0505
Si  -0.1706  -0.1878  0.4889
Si  -0.3146  0.1558  0.0374
Si  0.1461  -0.0105  0.1169
Si  0.0206  -0.1932  0.3484
Si  -0.0183  0.0606  0.355
Si  0.027  -0.023  0.2907
Si  -0.0805  -0.0931  0.008
Si  0.2101  0.0584  0.2085
Si  -0.0878  -0.026  0.284
Si  -0.1841  -0.1179  0.365
Si  0.1233  -0.2363  0.6412
Si  0.0119  -0.2142  0.1604
Si  0.0698  0.0392  -0.0887
Si  0.0185  0.0081  0.0144
Si  0.1405  0.1703  0.301
Si  0.1217  -0.0718  0.0484
Si  0.3131  -0.1552  -0.1192
Si  -0.0235  0.0987  -0.0542
Si  -0.0001  -0.1052  0.1096
Si  -0.0458  0.0589  -0.0321
Si  -0.072  -0.1998  0.4345
Si  0.2886  -0.1259  0.2925
Si  -0.0344  -0.193  0.3013
Si  0.2581  0.1299  0.2831
Si  0.2461  -0.2078  0.494
Si  0.0425  -0.0498  0.4474
Si  -0.3927  0.0284  0.4226
Si  0.1953  -0.0146  0.252
Si  -0.216  -0.0521  0.5096
Si  -0.061  0.0697  -0.1719
Si  0.0826  0.2856  0.1775
Si  0.1147  -0.0092  0.145
Si  -0.0147  0.0941  0.2885
Si  0.0254  -0.1547  0.0492
Si  0.2259  -0.1452  0.2712
Si  0.0415  -0.0399  0.4651
Si  0.246  -0.1598  -0.078
Si  -0.0198  0.241  0.4271
Si  -0.0119  -0.0101  -0.0204
Si  0.122  -0.0836  -0.3007
Si  -0.0811  -0.1827  0.2527
Si  0.0004  0.0673  -0.1576
Si  0.0335  -0.1415  -0.4574
Si  0.0463  -0.1048  0.1373
Si  0.1171  0.0253  -0.2359
Si  -0.012  0.0728  0.1523
Si  0.0141  0.0567  -0.0045
Si  0.0864  0.042  0.0813
Si  -0.0425  -0.0201  0.5186
Si  -0.1938  0.2556  0.1994
Si  0.0199  -0.0618  0.3565
Si  -0.0459  -0.0274  0.1585
Si  -0.0069  -0.136  0.2125
Si  -0.0573  0.1997  -0.3344
Si  0.0506  -0.061  0.0871
Si  0.0517  -0.0291  -0.0799
Si  -0.0008  0.1357  -0.3701
Si  -0.0157  0.0687  -0.4336
Si  0.0183  -0.1053  -0.0628
Si  0.0263  -0.0345  -0.0205
Si  -0.0064  -0.0062  0.0707
Si  -0.0369  -0.0296  0.1645
Si  0.0213  0.1182  0.2966
Si  0.1523  -0.3342  0.1595
Si  -0.0006  -0.1698  -0.5562
Si  -0.0079  -0.1361  0.2389
Si  0.0849  -0.0292  0.467
Si  -0.1401  0.0907  0.0781
Si  -0.0255  -0.0104  -0.1396
Si  0.015  -0.0386  -0.1897
Si  -0.0935  0.0508  -0.2362
Si  -0.0304  -0.2473  0.1922
Si  0.257  -0.0817  -0.305
Si  -0.1045  -0.0211  -0.2486
Si  0.1079  -0.1203  -0.49
Si  0.1591  -0.0153  -0.0347
Si  0.0696  -0.0756  0.0244
Si  -0.0561  0.0732  0.108
Si  -0.0389  0.2467  0.1689
Si  -0.0134  0.1771  0.1453
Si  0.0613  -0.0424  -0.0021
Si  0.0225  0.0549  -0.1898
Si  -0.0438  0.0362  -0.2029
Si  -0.0402  -0.0797  0.0926
Si  0.3123  -0.0801  -0.0881
Si  0.1073  0.02  0.2437
Si  -0.077  -0.2079  -0.4472
Si  0.1456  0.0346  -0.3641
Si  -0.094  -0.0808  0.1223
Si  -0.056  0.0231  0.3907
Si  0.0114  0.1057  -0.1987
Si  -0.051  0.1153  -0.4251
Si  0.1283  -0.0274  -0.2533
Si  -0.091  -0.0501  -0.3178
Si  -0.0812  0.062  -0.0536
Si  0.0605  -0.1192  0.2244
Si  -0.2473  -0.0012  -0.3404
Si  -0.1035  0.024  -0.2918
Si  -0.0201  0.0278  0.5313
Si  0.1656  0.144  -0.3058
Si  -0.0236  -0.0146  -0.157
Si  0.0285  -0.0063  -0.323
Si  -0.0878  -0.1696  -0.4463
Si  -0.0086  -0.052  -0.3463
Si  -0.1691  -0.1282  -0.0759
Si  0.0138  0.1374  -0.1491
Si  0.0843  -0.1412  -0.3432
Si  -0.19  -0.109  -0.03
Si  0.1214  0.243  -0.2144
Si  0.2474  0.0092  -0.4287
Si  -0.0803  -0.1577  0.0093
Si  0.0221  -0.0805  -0.091
Si  -0.0661  -0.1115  -0.1163
Si  -0.0257  -0.0526  -0.3402
Si  0.1078  0.0804  -0.1889
Si  0.0545  -0.1889  -0.437
Si  -0.0452  -0.0004  -0.28
Si  0.203  -0.0565  -0.1333
Si  -0.1046  -0.1354  -0.3221
Si  0.0288  0.0877  0.004
Si  -0.0091  0.0832  -0.2352
Si  0.0744  0.0735  0.2213
Si  -0.0863  -0.0575  0.489
Si  0.0111  0.033  -0.3444
Si  -0.0502  0.2757  0.3971
Si  -0.1719  0.1097  -0.4899
Si  0.0618  -0.2342  -0.2963
Si  0.1305  0.0833  0.0075
Si  -0.0617  0.1023  -0.298
Si  -0.0228  0.1525  -0.3599
Si  0.0909  0.029  -0.0751
Si  -0.0616  -0.0999  -0.2683
O  0.0889  0.123  -0.0887
O  0.1802  -0.1634  0.043
O  0.4782  0.0254  0.2324
O  0.0188  -0.0296  0.0152
O  0.0999  -0.0823  0.1304
O  0.0523  0.0225  0.5865
O  -0.0119  0.1791  0.1292
O  -0.0409  0.261  0.0848
O  0.1457  0.1359  0.1894
O  -0.0388  0.036  0.2403
O  -0.2646  0.0729  0.0689
O  0.0105  0.1568  -0.0433
O  0.1054  0.2383  0.1123
O  0.154  -0.0498  0.2216
O  0.0247  0.318  0.6425
O  -0.119  0.0312  0.1473
O  -0.2213  0.0308  0.0231
O  -0.0604  0.075  -0.006
O  0.1489  -0.0066  -0.0652
O  -0.0579  0.0833  0.0356
O  0.0289  0.0143  0.3628
O  0.1939  0.0153  -0.0736
O  -0.1897  0.1645  0.1815
O  -0.2102  -0.5022  0.4861
O  0.1799  -0.1191  0.2501
O  -0.0038  0.1826  0.1934
O  0.1912  0.3772  0.1794
O  -0.1552  0.0969  -0.1523
O  -0.1582  0.1517  0.2417
O  0.2827  -0.1619  0.395
O  0.1043  0.014  0.1072
O  0.1271  -0.0224  0.5241
O  -0.1321  -0.1073  0.1571
O  -0.2938  0.0186  0.2394
O  -0.0007  -0.2575  0.3483
O  -0.2317  0.1328  0.2067
O  0.0731  -0.2289  -0.0582
O  -0.203  -0.1544  0.2292
O  0.0172  0.1213  0.3316
O  0.0438  -0.2255  0.4603
O  -0.105  0.1499  0.4118
O  0.2179  -0.114  0.3449
O  0.3638  -0.2507  0.4555
O  0.1156  0.4118  0.2561
O  -0.2661  0.2025  0.1346
O  -0.0344  -0.2572  0.0382
O  0.0112  -0.0108  0.1925
O  0.1867  -0.2343  0.4642
O  -0.1206  0.0082  0.0257
O  -0.3415  0.0341  0.2022
O  -0.0026  0.0192  0.146
O  0.3199  -0.125  -0.0175
O  -0.0964  -0.1099  0.3404
O  -0.0177  -0.196  0.2605
O  0.0453  0.1238  0.3031
O  -0.3557  -0.1224  0.3619
O  -0.1044  0.1407  0.2843
O  -0.0021  -0.0158  0.4926
O  -0.1689  0.187  0.1418
O  0.1077  0.0624  0.2328
O  -0.0101  -0.2052  -0.1528
O  0.0965  -0.1315  0.1868
O  -0.2035  0.027  0.3242
O  -0.3194  0.0335  0.1171
O  0.3432  -0.1245  0.4585
O  0.1307  -0.1254  0.1114
O  -0.0334  -0.0469  -0.3273
O  0.1734  0.2701  0.2442
O  0.2112  -0.1197  0.3019
O  0.0403  -0.0926  0.2113
O  -0.0345  -0.0374  0.1456
O  0.0771  -0.1467  -0.1834
O  0.2377  -0.3801  -0.0157
O  0.0124  -0.0566  -0.0945
O  0.4091  0.2843  -0.284
O  -0.0186  -0.0274  -0.0944
O  -0.1984  -0.0547  -0.352
O  -0.1517  -0.0597  -0.2899
O  0.0355  -0.2032  -0.2651
O  -0.0515  -0.0551  -0.1263
O  -0.1903  -0.1575  -0.3251
O  0.079  -0.2386  0.0475
O  -0.0023  -0.4024  0.0741
O  0.0301  -0.4662  -0.057
O  0.2695  -0.0368  -0.2166
O  0.005  -0.2755  -0.4463
O  0.3094  -0.1239  -0.0471
O  -0.0618  0.136  0.0054
O  -0.022  -0.0167  -0.2294
O  0.1297  -0.1432  -0.2607
O  -0.0893  0.1474  -0.2008
O  0.3225  0.3017  -0.3609
O  -0.2522  0.0672  -0.1868
O  -0.1139  0.1811  0.0754
O  -0.1545  -0.1605  -0.1459
O  -0.1609  -0.0424  -0.118
O  -0.4694  -0.1948  -0.3383
O  0.0554  -0.1352  -0.4827
O  -0.7012  0.7487  -0.3187
O  -0.1246  0.1586  -0.1148
O  -0.1656  0.0951  -0.5585
O  -0.1313  -0.2952  -0.0833
O  0.0403  0.3104  0.0048
O  -0.1998  -0.2526  -0.0926
O  -0.1288  0.0559  -0.5857
O  0.1034  -0.0644  -0.2283
O  0.2308  -0.0029  0.0905
O  0.1168  -0.3792  -0.0802
O  0.0179  0.3737  -0.3159
O  -0.1241  -0.0645  -0.1375
O  -0.1522  0.2462  -0.3459
O  0.1218  -0.0275  -0.0992
O  -0.1775  -0.1765  -0.4016
O  0.091  0.1457  -0.0157
O  0.124  0.1511  -0.0965
O  -0.0156  -0.1726  -0.0414
O  -0.2315  -0.26  -0.2924
O  0.0118  -0.0947  -0.0691
O  0.1161  -0.0018  -0.2918
O  -0.2605  0.3338  0.0171
O  0.0925  -0.0038  -0.058
O  -0.0577  -0.221  -0.2207
O  0.0583  0.1613  -0.112
O  0.1187  0.1003  -0.2889
O  -0.2293  0.3011  -0.8656
O  0.1061  0.1953  -0.2548
O  0.0067  -0.1504  0.0061
O  0.219  0.0829  -0.342
O  0.0546  0.0336  -0.0149
O  -0.1576  -0.1493  -0.1812
O  0.1649  -0.2327  -0.0243
O  -0.2409  -0.0761  -0.2438
O  0.0498  0.0605  -0.0829
O  0.1372  -0.1251  0.0138
O  0.1369  0.2066  -0.0169
O  -0.0709  -0.1097  0.0802
O  -0.0699  0.2001  -0.0425
O  -0.1816  -0.04  0.106
O  -0.2465  0.2069  0.0169
O  0.1168  -0.1505  -0.2454
O  0.088  0.2115  -0.3364
O  0.1574  0.0832  -0.2551
O  -0.0131  -0.0763  -0.2623
O  0.1708  0.1822  0.1579
O  -0.0672  0.1166  -0.2301
O  -0.233  -0.1456  -0.0086
O  -0.3789  0.1542  0.1719
O  -0.1826  0.191  -0.2169
O  -0.012  -0.1403  -0.469
O  -0.0431  -0.2176  -0.2466
O  0.1442  -0.0141  -0.2549
O  -0.0673  0.1821  -0.1523
O  0.0727  -0.0329  -0.0034
O  0.098  -0.1069  0.1932
O  -0.1502  -0.2275  0.174
O  -0.0883  -0.0278  -0.0659
O  0.0205  0.0142  0.0878
O  -0.0116  0.2742  0.0453
O  -0.153  -0.0433  -0.2657
O  -0.0178  0.0743  -0.081
O  -0.0447  0.159  -0.2723
O  0.1245  -0.0498  0.3241
O  -0.1199  0.3359  -0.439
O  0.1022  -0.1752  -0.1389
O  -0.0329  0.0804  -0.0942
O  0.0489  -0.1886  -0.0064
O  -0.0494  0.3463  -0.0467
O  -0.0154  0.0723  -0.3083
O  0.0222  -0.1371  0.052
O  -0.274  0.0815  -0.0005
O  0.0362  0.2427  -0.3219
O  0.1659  0.2141  -0.1313
O  0.2666  -0.1209  0.1018
O  0.1893  -0.1776  -0.0602
O  -0.2137  0.069  0.1044
O  -0.0732  -0.1251  -0.0001
O  -0.2466  0.0414  -0.0909
O  -0.019  0.1562  -0.244
O  0.2034  0.052  -0.1347
O  -0.2086  -0.1233  -0.1307
O  0.2139  0.1733  -0.3098
O  -0.0328  0.2586  -0.0578
O  0.1061  -0.107  0.0217
O  -0.3611  0.0083  -0.5068
O  -0.0923  0.1704  -0.144
O  -0.083  -0.0836  -0.3015
O  -0.2014  -0.0543  0.1941
O  -0.1158  0.1118  0.074
O  0.1701  -0.3009  -0.399
O  -0.0005  -0.0753  0.1299
O  0.101  0.0232  0.183
O  -0.0635  0.0605  0.1349
O  0.0827  0.0798  -0.0534
O  -0.2649  0.1941  -0.126
O  0.1373  0.0356  0.0981
O  0.0372  0.0022  0.002
O  0.1932  -0.1871  -0.1025
O  -0.0294  -0.0654  -0.0626
O  0.2819  -0.0361  -0.4431
O  0.0435  -0.1197  -0.2844
O  -0.2203  0.1048  0.0305
O  0.0086  -0.013  0.1768
O  0.1064  0.1493  -0.2492
O  -0.1221  0.3377  -0.3428
O  -0.0948  -0.1738  -0.1026
O  0.0542  0.1738  0.2891
O  0.1871  -0.145  0.14
O  0.0153  0.1268  -0.2881
O  -0.1196  -0.1178  0.02
O  -0.015  0.0716  -0.3453
O  0.0383  0.1445  -0.0757
O  0.06  0.2154  -0.1504
O  -0.0934  0.0141  -0.3408
O  -0.0979  0.1149  0.1501
O  0.0221  0.0616  0.1198
O  0.0463  0.1352  0.1813
O  0.0204  -0.1508  0.3759
O  0.0326  0.1154  0.0365
O  -0.0589  0.1266  -0.036
O  -0.136  0.1419  0.2703
O  -0.3226  -0.0817  -0.2773
O  -0.2074  -0.0391  -0.2424
O  -0.1756  0.2584  0.0458
O  0.0435  0.1553  -0.2322
O  0.044  0.0816  -0.0937
O  0.2339  0.1777  -0.1573
O  0.0455  0.1701  0.0138
O  -0.0397  -0.1017  -0.1148
O  -0.0176  0.0628  0.2534
O  0.0915  0.0478  -0.251
O  0.0625  0.0481  0.1102
O  0.4615  -0.1688  0.3428
O  -0.1598  -0.1699  0.0163
O  -0.1367  0.161  0.0806
O  -0.165  -0.2387  -0.1274
O  0.0462  -0.0824  0.0849
O  -0.093  0.2003  -0.1219
O  0.1371  -0.0315  -0.134
O  -0.0454  -0.033  -0.102
O  -0.2199  -0.2564  -0.0662
O  0.1978  0.0959  -0.0463
O  0.032  0.1444  -0.2957
O  -0.2271  -0.1722  0.0042
O  -0.1343  0.0224  0.2469
O  0.0895  -0.1361  0.1273
O  0.0011  0.1036  -0.4527
O  0.0416  0.1681  0.0091
O  0.0045  0.2251  0.0222
O  0.0437  -0.1678  -0.0334
O  0.0642  0.2892  0.3573
O  0.0667  -0.0555  -0.0866
O  -0.1999  0.0321  0.0168
O  0.0565  0.1175  0.2317
O  -0.0487  -0.0786  0.1158
O  0.2276  0.0621  -0.1646
O  -0.1188  0.2964  -0.118
O  -0.0184  0.1243  0.1952
O  0.2396  -0.2214  0.1696
O  -0.0088  0.1019  -0.197
O  -0.1164  0.1595  -0.2393
O  -0.0863  -0.1242  0.3698
O  0.1094  0.0572  0.2056
O  0.0211  -0.1861  -0.1
O  0.0393  0.0175  -0.1478
O  0.2144  0.2934  -0.1578
O  0.0346  0.0161  0.0331
O  -0.2573  -0.1284  0.1609
O  0.211  0.1285  -0.1161
O  0.1497  0.0461  0.3548
O  0.0899  0.2705  -0.0715
O  -0.0361  -0.1728  -0.0566
O  0.1477  -0.1712  -0.1253
O  0.0301  0.1076  -0.0039
O  -0.1258  -0.0809  0.0414
O  0.1985  0.2093  -0.0986
O  0.1682  0.0135  0.1134
O  -0.2138  -0.1476  -0.0134
O  -0.1756  0.0546  0.1486
O  0.0202  -0.1482  0.0586
O  -0.0639  0.1847  0.3913
O  0.168  -0.048  -0.0209
O  -0.3452  0.2527  0.1519
O  0.1752  -0.1378  0.1629
O  0.0194  -0.0644  0.4327
O  0.1107  0.1826  -0.1062
O  -0.0097  -0.1128  0.3548
O  0.0463  -0.0426  0.0673
O  -0.1142  0.03  0.1035
O  -0.2001  -0.0139  -0.1729
O  -0.1538  0.2848  0.094
O  -0.1873  -0.242  -0.116
O  -0.1498  0.176  0.11
O  0.1998  -0.2764  -0.0171
O  -0.123  0.1275  0.0049
O  0.1  -0.074  0.2178
O  -0.0827  0.1477  0.004
O  0.2349  0.0205  0.1011
O  -0.0516  0.0218  0.0154
O  0.0422  -0.2625  0.4333
O  0.143  0.1638  0.2577
O  0.147  0.0239  0.1012
O  -0.0065  -0.2154  0.4404
O  0.2265  -0.2916  0.4887
O  -0.1259  0.0562  -0.222
O  0.0577  0.0248  -0.1863
O  0.3477  0.3023  0.1422
O  0.0918  0.0342  -0.1557
O  -0.215  -0.1864  -0.1056
O  -0.2142  -0.161  0.0785
O  -0.1979  -0.0812  0.0942
O  -0.1992  0.2679  0.0385
O  0.1956  0.1407  -0.3117
O  -0.1761  -0.04  -0.3076
O  0.2233  0.0808  0.113
O  -0.0098  -0.1353  0.3246
O  0.0734  0.1157  0.0123
O  -0.0314  0.1178  0.0923
O  -0.0745  0.2164  0.1171
O  -0.0498  0.0414  0.053
O  -0.1729  0.0262  0.2652
O  -0.1274  -0.2082  0.1379
O  -0.1376  0.0567  0.1276
O  0.2114  0.0331  0.4419
O  -0.1122  -0.0651  -0.0865
O  -0.09  0.0439  -0.1511
O  0.1433  -0.0767  -0.0683
O  -0.1596  0.3659  0.5302
O  0.2164  -0.0607  -0.1266
O  -0.0772  -0.0737  0.5258
O  -0.0025  -0.0382  -0.1513
O  0.0637  0.0935  -0.0925
O  0.0609  0.2138  -0.094
Si  0.0215  -0.0343  0.017
Si  -0.011  -0.0463  0.0165
Si  -0.0154  -0.0552  0.0072
Si  0.0824  0.0112  -0.0358
Si  -0.0437  -0.0083  -0.0552
Si  -0.0018  0.0628  -0.0708
Si  0.0544  -0.0278  -0.0429
Si  0.025  -0.0476  -0.0254
Si  -0.0181  -0.0145  -0.0272
Si  -0.0052  0.0147  -0.0432
Si  -0.0148  0.0093  -0.1602
Si  -0.0398  -0.0168  0.0005
Si  -0.0409  0.022  0.0009
Si  0.0236  -0.0286  -0.0346
Si  -0.0194  -0.0549  -0.022
Si  0.0385  0.018  -0.0107
Si  -0.012  0.0069  -0.0207
Si  0.0324  -0.004  0.0111
Si  -0.045  0.0293  -0.0064
Si  -0.057  0.0269  -0.02
Si  0.0316  0.0008  0.0472
Si  0.1006  0.0192  -0.0297
Si  0.0353  -0.0128  0.0078
Si  -0.0069  0.0074  -0.057
Si  0.0244  0.0667  -0.1069
Si  -0.0521  -0.0187  -0.0437
Si  0.0154  0.0445  -0.0396
Si  0.0087  0.0291  -0.0351
Si  0.0021  -0.0382  0.0157
Si  0.0943  0.0501  -0.0193
Si  -0.0274  0.0113  -0.0344
Si  0.031  0.0203  -0.0162
Si  -0.007  0.001  -0.0062
Si  0.0303  0.0602  0.008
Si  -0.0249  -0.0384  -0.0528
Si  0.0708  0.0079  -0.097
Si  0.012  0.0333  0.0072
Si  -0.0374  0.0424  0.0191
Si  0.0048  -0.0118  -0.0177
Si  -0.0068  -0.0241  0.0019
Si  -0.002  -0.0307  -0.0124
Si  0.0473  -0.0116  -0.017
Si  0.0043  0.0248  0.0289
Si  0.0119  0.004  -0.0156
Si  0.0131  -0.0193  -0.0151
Si  -0.0019  0.0072  -0.0073
Si  0.0359  0.0434  -0.0027
Si  0.024  0.0184  -0.0309
Si  0.0071  -0.0054  0.0351
Si  -0.028  -0.0294  -0.0126
Si  -0.0161  0.0071  0.0087
Si  -0.0197  -0.0078  0.0499
Si  -0.0895  0.0621  -0.0233
Si  -0.0261  0.0077  -0.0453
Si  0.0131  0.0033  -0.0111
Si  0.0098  -0.0028  -0.007
Si  -0.0855  0.038  -0.0186
Si  -0.0335  -0.017  -0.0043
Si  -0.0635  0.0373  -0.0139
Si  0.025  -0.0539  -0.0342
Si  0.0182  0.0218  -0.0179
Si  -0.0189  0.0567  -0.0122
Si  0.0146  -0.0444  -0.0225
Si  -0.0141  -0.0109  -0.0176
Si  -0.0308  -0.0107  0.0103
Si  -0.0359  -0.0341  0.0202
Si  -0.0055  -0.0105  -0.0378
Si  -0.0731  0.0759  -0.0197
Si  -0.013  -0.0321  -0.0198
Si  -0.0242  -0.0451  -0.0079
Si  -0.0012  -0.0005  0.0091
Si  -0.0195  0.0449  0.0469
Si  0.0434  0.0034  -0.0023
Si  -0.0418  -0.0353  0.0016
Si  -0.0072  -0.0193  0.0026
Si  0.0541  -0.0025  -0.0035
Si  0.0194  0.0432  -0.0043
Si  0.0465  0.0069  0.007
Si  0.0339  -0.0111  -0.0017
Si  -0.004  0.0071  -0.0066
Si  0.0137  -0.0146  -0.0008
Si  0.0478  0.0356  0.0057
Si  -0.0248  -0.0202  -0.0184
Si  0.0119  -0.0277  0.0051
Si  -0.0124  -0.0394  0.0027
Si  -0.0095  0.0492  0.0035
Si  -0.0002  -0.0146  -0.01
Si  0.0057  0.01  -0.0055
Si  0.0252  -0.015  0.0188
Si  0.0406  -0.018  -0.0009
Si  -0.0117  -0.0201  0.0056
Si  0.0107  0.0023  0.0189
Si  0.0163  -0.0318  0.0049
Si  0.0284  -0.0079  0.0031
Si  0.0216  -0.0128  0.0178
Si  0.0165  -0.0252  -0.0074
Si  -0.0151  -0.0075  0.0062
Si  0.0193  -0.0011  0.0092
Si  -0.0249  0.0176  0.0009
Si  -0.0108  -0.0207  0.016
Si  0.0084  0.0005  -0.0009
Si  0.0295  0.0353  -0.0046
Si  -0.005  0.0085  0.0127
Si  0.0073  -0.0003  0
Si  0.0076  0.02  0.004
Si  0.0346  -0.02  0.0141
Si  0.0063  0.0228  0.005
Si  0.0175  -0.0005  -0.0127
Si  -0.0171  0.0101  0.0039
Si  0.0099  0.035  0.0191
Si  -0.0039  -0.0044  -0.0103
Si  -0.0183  0.0097  0.0168
Si  -0.001  -0.0114  -0.004
Si  -0.0207  0.0197  -0.004
Si  -0.0301  0.0063  -0.0077
Si  0.0132  0.0032  -0.0015
Si  0.0118  -0.0109  0.0027
Si  -0.0049  -0.0065  0.0081
Si  0.0292  0.023  0.0087
Si  0.0027  0.0158  0.0001
Si  0.0054  -0.0088  0.0143
Si  0.0132  -0.0119  0.0135
Si  -0.0198  0.0085  0.0005
Si  -0.0014  -0.0106  0.0249
Si  -0.0087  -0.0082  -0.0081
Si  -0.0369  0.0169  0.0033
Si  -0.0197  0.0116  -0.0026
Si  -0.0195  0.0028  0.0014
Si  -0.0229  0.0181  0.0004
Si  -0.0232  -0.0028  0.0016
Si  -0.0151  0.0037  -0.0017
Si  -0.014  0.0014  -0.0034
Si  0.0007  0.016  -0.002
Si  -0.0214  0.0165  0.0079
Si  -0.0236  -0.0089  -0.0009
Si  0.0028  -0.0061  -0.0028
Si  -0.031  0.0089  -0.0072
Si  -0.0085  -0.0359  -0.0037
Si  -0.0256  0.0067  -0.0115
Si  -0.0289  0.0081  -0.0069
Si  -0.009  -0.035  -0.0002
Si  -0.0358  -0.0014  0.0014
Si  -0.0105  0.0067  0.0045
Si  -0.0023  0.0098  0.0062
Si  0.0002  -0.008  -0.0033
Si  0.0013  -0.0172  0.002
Si  0.0121  0.0018  0.0084
Si  0.0273  -0.0055  0.0037
Si  0.0121  0.0134  -0.0022
Si  0.0304  -0.0006  0.0062
Si  0.0154  0.0061  0.0028
Si  0.0158  -0.011  -0.0018
Si  0.0314  0.0033  0.0019
Si  0.0116  -0.0068  0.0023
Si  -0.0043  -0.0211  -0.0079
Si  -0.0003  -0.0095  -0.0003
Si  0.0091  0.0046  0.0021
Si  -0.0181  -0.0132  -0.0016
Si  0.0142  0.0015  -0.0022
Si  0.025  0.0081  0.0011
Si  0.0168  -0.0105  0.0041
Si  0.0238  0.003  0.007
Si  0.0246  0.0089  0.0025
Si  0.0307  -0.0011  0.0012
Si  0.0157  -0.0055  0.0046
Si  0.014  -0.0033  0.0026
Si  0.0017  -0.0236  0.0058
Si  0.0056  -0.0071  -0.0007
Si  0.0054  0.0123  -0.0002
Si  0.0069  -0.0029  0.0029
Si  -0.0239  -0.015  0.004
Si  0.0079  0.0037  -0.0049
Si  0.0046  -0.0038  -0.0006
Si  0.0093  0.0143  -0.0065
Si  0.0068  -0.0072  0.0013
Si  0.0267  0.0056  0.0051
Si  0.0061  -0.0196  0.0068
Si  0.0133  -0.006  -0.0004
Si  0.0028  0.0027  -0.0047
Si  0.0061  0.0027  -0.002
Si  0.0047  0.0172  0.0047
Si  0.0057  -0.002  0.0063
Si  -0.008  0.0029  0.0037
Si  -0.0124  0.0083  0.002
Si  -0.0133  0.0044  -0.0026
Si  -0.0173  -0.0008  -0.0014
Si  -0.0158  0.0038  -0.008
Si  -0.0075  0.0042  -0.0043
Si  -0.0063  -0.0045  0.0001
Si  0.0059  -0.0034  -0.0024
Si  0.0053  0.0022  0.0005
Si  0.0058  0.0077  0.0023
Si  -0.0021  0.0145  0.0096
Si  0.0078  0.0094  0.0087
Si  -0.015  0.0038  0.0034
Si  -0.0171  0.0038  0.0047
Si  -0.0127  0.0075  -0.0042
Si  -0.0203  0.0006  -0.0036
Si  -0.0262  0.0005  -0.0009
Si  -0.0319  0.0087  -0.0015
Si  -0.005  -0.0102  -0.0062
Si  -0.0089  -0.008  -0.0031
Si  0.0024  0.0095  -0.0044
Si  -0.0089  0.01  0.0014
Si  -0.0097  -0.0068  0.0034
Si  -0.0084  0.0086  0.0051
Si  -0.0115  0.0094  0.003
Si  -0.0143  -0.0056  0.0028
Si  -0.0156  0.0062  -0.0044
Si  -0.0197  -0.0003  -0.0092
Si  -0.0334  0.0006  -0.0085
Si  -0.0273  -0.0118  -0.0056
Si  -0.0224  0.0021  -0.0055
Si  -0.0077  -0.0004  0.0026
Si  -0.008  -0.0032  -0.0021
Si  -0.0087  0.0075  0.0012
Si  -0.003  -0.0097  0.002
Si  0.0035  -0.0066  -0.0022
Si  0.0073  0.0022  0.0025
Si  0.0066  0.0088  0.0025
Si  0.0183  -0.0009  -0.0013
Si  0.0241  0.0053  0.0077
Si  0.0196  -0.0008  0.0049
Si  0.0343  0.0049  -0.0001
Si  0.0054  -0.0063  0.0008
Si  0.0122  -0.0067  0.0009
Si  0.0021  -0.0011  -0.0046
Si  0.0044  -0.0145  -0.0014
Si  0.0089  -0.01  0.0005
Si  0.0031  -0.0051  -0.0031
Si  0.0241  0.001  0.0042
Si  0.0078  -0.0102  0.0033
Si  0.0312  -0.0039  0.0025
Si  0.0192  0.003  0.0047
Si  0.0288  -0.0062  0.0027
Si  0.0322  -0.0006  -0.0009
Si  0.0079  0.0021  0.0008
Si  0.0182  -0.0109  -0.0035
Si  -0.0002  -0.01  -0.0029
Si  -0.0054  0.0025  -0.0016
Si  0.0051  -0.0079  -0.0017
Si  -0.001  0.0019  0.0003
Si  0.0058  -0.0062  -0.0019
Si  0.0033  -0.0046  0.0006
Si  -0.0006  0.0112  -0.0008
Si  0.0084  -0.0017  -0.0006
Si  0.0212  -0.0016  0.0015
Si  0.0115  0.004  0.0044
Si  0.0079  -0.0128  -0.0022
Si  0.0154  -0.0023  0.0011
Si  -0.0043  -0.0055  -0.0012
Si  0.0055  -0.0138  -0.0052
Si  -0.0055  -0.0047  0.0048
Si  0.0131  0.0198  0.0043
Si  -0.0135  0.0042  0.0043
Si  -0.0044  -0.0023  0.0078
Si  -0.0295  -0.0068  -0.0089
Si  -0.0108  0.0159  -0.0016
Si  0.0007  -0.0018  -0.0093
Si  -0.0315  -0.0112  -0.0014
Si  0.0044  0.0022  0.0056
Si  0.0021  -0.011  -0.0025
Si  0.005  0.003  0.0013
Si  0.0125  0.0067  -0.0036
Si  -0.0031  0.007  0.0058
Si  -0.0105  -0.0038  0.0058
Si  -0.0231  0.0022  -0.0022
Si  0.0009  0.0215  0.0012
Si  -0.0253  0.005  -0.0077
Si  -0.0054  0.0141  -0.0112
Si  -0.0032  0.0126  -0.0083
Si  -0.0345  -0.0097  -0.0083
Si  0.0034  -0.0162  -0.0058
Si  -0.0255  -0.0022  -0.0052
Si  0.0066  0.0006  0.0013
Si  0.0079  -0.0038  -0.0001
Si  -0.026  0.0068  0.0016
Si  -0.0063  -0.0026  -0.0019
Si  -0.0128  0.0108  -0.003
Si  -0.0111  0.0149  0.0076
Si  -0.0232  -0.0022  -0.0055
Si  -0.0227  0.0266  -0.0053
Si  -0.0349  -0.0125  -0.0055
Si  -0.0164  0.0043  -0.0085
Si  -0.0203  0.0067  -0.0049
Si  -0.0211  -0.0067  0.0027
Si  0.0015  0.0157  -0.0019
Si  -0.0114  0.0004  0.0034
